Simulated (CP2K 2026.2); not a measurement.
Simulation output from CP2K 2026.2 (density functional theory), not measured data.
Periodic cell of 2016 atoms, Si1440O576, from a study of silicon, its oxide and their interface. The atomic structure is a simulated model.
Doubt: the forces sum to 5.90 eV/angstrom along one axis rather than to zero, so they err by at least 0.0029 eV/angstrom per atom on average; the grid cutoff is modest.

Settings: functional PBE; method Gaussian and plane waves; basis set DZVP-MOLOPT-SR-GTH; pseudopotentials GTH-PBE; grid cutoff 300 Ry, relative cutoff 40 Ry; k points Gamma only; occupations fixed; spin none; net charge 0.

Cell vectors (angstrom)
a 65.28 0 0
b 0 16.32 0
c -2.1404 3.6286 33.5541

Atoms and the computed forces on them: element, x, y, z (angstrom), force x, y, z (eV/angstrom)
Si 0.846 -1.019 -0.076 0.289 -0.15 0.775
Si 3.88 1.638 0.28 0.035 -0.249 0.684
Si 1.595 3.814 0.007 -0.3 0.268 0.657
Si 3.678 7.085 0.213 0.054 -0.106 0.761
Si 1.437 -7.095 0.127 -0.081 0.179 0.718
Si 4.287 -4.597 -0.341 -0.311 0.437 0.658
Si 6.853 -1.624 -0.003 -0.103 0.143 0.676
Si 9.104 1.645 0.098 0.115 -0.097 0.734
Si 6.872 3.832 0.064 -0.101 0.186 0.717
Si 9.708 6.479 0.091 -0.107 0.201 0.761
Si 6.565 9.534 0.022 0.276 -0.11 0.707
Si -7.068 -4.038 0.063 0.293 -0.162 0.714
Si -4.043 -1.711 -0.014 -0.029 0.255 0.688
Si -1.251 1.331 0.048 -0.241 0.082 0.712
Si -4.456 4.316 0.03 0.248 -0.039 0.764
Si -1.47 7.07 0.367 0.161 -0.407 0.666
Si -3.832 -7.074 0.116 -0.412 0.356 0.547
Si -1.717 -3.79 0.009 0.082 -0.151 0.739
Si 2.586 -0.043 1.268 -0.037 -0.016 -0.068
Si 5.385 2.798 1.567 0.039 0.012 -0.038
Si 2.581 5.441 1.431 0.001 -0.029 -0.038
Si 5.332 8.164 1.449 -0.012 0.001 -0.037
Si 2.66 -5.442 1.212 0.036 0.008 -0.053
Si 5.275 -2.887 1.147 -0.029 -0.052 -0.041
Si 7.977 0.004 1.331 -0.001 -0.021 -0.029
Si -5.499 2.728 1.395 -0.022 0.019 -0.055
Si 8.066 5.397 1.37 0.014 -0.01 -0.059
Si -5.519 8.148 1.321 -0.04 -0.014 -0.036
Si 8.068 -5.459 1.285 -0.009 -0.019 -0.05
Si -5.48 -2.872 1.395 -0.028 0.005 -0.063
Si -2.878 0.025 1.192 0.022 -0.033 -0.04
Si -0.019 2.761 1.396 -0.009 0.001 -0.063
Si -2.779 5.394 1.35 -0.038 -0.003 -0.075
Si 0.023 8.197 1.664 0.048 -0.003 -0.03
Si -2.785 -5.391 1.372 0.005 0.016 -0.031
Si -0.148 -2.636 1.305 -0.01 -0.015 -0.057
Si 1.321 1.347 2.73 -0.004 0.005 0.016
Si 3.999 4.17 2.825 -0.017 0.021 0.021
Si 1.297 6.732 2.903 0.02 -0.007 0.039
Si 3.979 9.578 2.736 -0.011 0.018 0.025
Si 1.294 -4.04 2.579 -0.02 -0.019 -0.002
Si 3.964 -1.456 2.562 0.054 0.022 -0.007
Si 6.693 1.319 2.798 0.01 -0.008 0.027
Si 9.377 4.088 2.83 0.016 0.023 0.039
Si 6.718 6.779 2.727 0.014 -0.02 0.009
Si 9.43 -6.79 2.67 0.018 0.005 0.005
Si 6.661 -4.127 2.645 -0.011 0.003 0.014
Si -6.805 -1.391 2.696 -0.006 0.004 0.01
Si -4.121 1.353 2.689 0.019 -0.015 0.001
Si -1.422 4.074 2.738 0.012 0 0.01
Si -4.132 6.794 2.721 -0.006 0.006 0.024
Si -1.419 -6.702 2.806 -0.035 -0.002 -0.003
Si -4.142 -4.145 2.809 0.013 0.001 0.01
Si -1.505 -1.292 2.674 -0.003 0.035 0.02
Si -0.095 0.013 4.065 0.006 -0.012 -0.024
Si 2.657 2.715 4.108 -0.004 -0.01 -0.016
Si -0.11 5.399 4.179 0 0.007 -0.004
Si 2.676 8.174 4.132 0.022 0.001 -0.003
Si -0.02 -5.357 4.079 0.024 0.014 0.017
Si 2.632 -2.734 4.015 0 -0.012 -0.002
Si 5.297 -0.088 4.027 -0.012 -0.01 0.001
Si 8.055 2.689 4.152 0.003 0.004 0.001
Si 5.379 5.485 4.159 -0.001 -0.011 0.017
Si 8.081 -8.149 4.051 -0.007 0.01 -0.005
Si 5.348 -5.422 4.099 0.003 -0.004 -0.002
Si 8.04 -2.719 4.004 -0.006 -0.022 -0.024
Si -5.47 -0.008 4.068 -0.013 -0.008 -0.009
Si -2.757 2.686 4.083 -0.013 0.003 0.005
Si -5.455 5.439 4.132 0.02 -0.011 -0.003
Si -2.782 8.177 4.099 0 -0.029 -0.016
Si -5.46 -5.492 4.185 -0.015 0.018 0.006
Si -2.783 -2.7 4.085 0 0.014 -0.004
Si 1.359 -1.396 16.38 0.001 -0.011 -0.012
Si 4.047 1.303 16.38 -0.005 -0.005 0
Si 1.33 4.03 16.393 -0.004 -0.003 -0.011
Si 4.053 6.736 16.343 -0.022 -0.004 0.008
Si 1.338 -6.832 16.286 -0.009 -0.003 -0.02
Si 4.057 -4.121 16.331 0.004 0.004 -0.004
Si 6.764 -1.385 16.31 0.002 -0.009 -0.004
Si -6.79 1.371 16.44 0 0.009 -0.01
Si 6.753 4.007 16.309 -0.009 -0.004 0.001
Si -6.752 6.804 16.391 0.006 0.007 -0.008
Si 6.775 -6.867 16.309 -0.007 0.005 -0.008
Si -6.787 -4.062 16.4 0.009 -0.008 -0.012
Si -4.075 -1.359 16.422 0.004 0.005 -0.009
Si -1.381 1.343 16.412 -0.003 -0.007 0.001
Si -4.078 4.051 16.406 -0.011 -0.011 -0.005
Si -1.387 6.755 16.373 0.002 -0.002 -0.009
Si -4.05 9.508 16.4 -0.006 0.004 -0.006
Si -1.36 -4.082 16.402 0.004 -0.01 -0.002
Si 2.703 -0.061 17.769 0.022 0.007 0.01
Si 5.441 2.638 17.725 0.008 -0.003 -0.004
Si 2.716 5.369 17.735 0.008 0.024 0.01
Si 5.422 8.094 17.688 0.029 0.004 0.016
Si 2.663 -5.483 17.659 -0.016 -0.001 -0.007
Si 5.433 -2.767 17.673 -0.007 -0.007 0.017
Si 8.118 -0.006 17.652 0.013 0.014 -0.024
Si -5.425 2.721 17.808 -0.007 -0.003 0.013
Si 8.096 5.361 17.66 0.024 0.007 0.019
Si -5.368 8.124 17.771 -0.002 -0.007 -0.009
Si 8.172 -5.535 17.646 0.012 0.003 -0.018
Si -5.446 -2.702 17.78 -0.006 -0.011 0.007
Si -2.714 -0.017 17.801 -0.008 0.011 0.016
Si -0.038 2.697 17.79 0.002 0.006 0.002
Si -2.736 5.404 17.773 0.001 0.012 -0.002
Si 0.022 -8.202 17.648 0.005 -0.004 0.003
Si -2.718 -5.432 17.767 0.008 -0.004 0.026
Si 0.023 -2.741 17.77 0.006 0.013 0.003
Si 1.297 1.288 19.123 -0.007 -0.009 -0.013
Si 4.087 3.981 19.085 -0.002 0.003 -0.032
Si 1.32 6.747 19.044 -0.011 0.019 -0.049
Si 3.981 -6.882 18.978 0.017 -0.032 -0.014
Si 1.392 -4.131 19.104 0.001 0.008 0.002
Si 4.1 -1.442 19.101 0.013 -0.011 -0.039
Si 6.789 1.279 19.124 -0.008 -0.009 0.014
Si -6.721 4.155 19.174 0.034 0.001 -0.029
Si 6.76 6.707 19.063 -0.001 0.004 -0.027
Si -6.725 9.514 19.069 0.019 -0.002 -0.03
Si 6.799 -4.184 18.965 -0.022 0.014 -0.026
Si 9.485 -1.375 18.947 -0.005 -0.011 -0.007
Si -4.097 1.321 19.18 -0.023 0.009 -0.034
Si -1.407 4.064 19.17 0.024 -0.031 -0.003
Si -4.033 6.761 19.193 -0.038 0.016 -0.003
Si -1.276 -6.827 19.01 0.009 0.015 -0.043
Si -4.104 -4.061 19.134 -0.001 -0.022 -0.014
Si -1.328 -1.383 19.146 0.015 0.002 -0.02
Si -0.034 -0.028 20.59 -0.018 -0.005 0.021
Si 2.702 2.623 20.428 0.019 0.022 0.047
Si -0.039 5.448 20.479 0.012 0.017 0.058
Si 2.701 8.074 20.402 0.004 -0.007 0.061
Si 0.047 -5.504 20.437 0 -0.014 0.07
Si 2.777 -2.833 20.49 0.02 -0.003 0.048
Si 5.479 -0.118 20.509 -0.003 -0.033 0.064
Si 8.132 2.614 20.524 0.048 0.021 0.051
Si 5.414 5.345 20.475 -0.007 0.005 0.039
Si 8.231 7.995 20.388 0.014 -0.045 0.053
Si 5.344 -5.526 20.258 0.025 0.032 0.039
Si 8.163 -2.798 20.284 0 -0.004 0.006
Si -5.394 -0.04 20.651 0.007 0.016 0.06
Si -2.775 2.715 20.541 0 -0.014 0.045
Si -5.387 5.487 20.667 -0.02 -0.011 0.035
Si -2.558 -8.191 20.397 0.021 -0.02 0.049
Si -5.427 -5.462 20.498 -0.006 -0.006 0.035
Si -2.7 -2.733 20.483 -0.008 0.009 0.066
Si 1.586 -1.273 21.775 -0.242 -0.213 -0.688
Si 3.798 0.997 21.718 0.273 0.221 -0.782
Si 1.509 4.197 21.682 -0.168 -0.208 -0.747
Si 3.728 6.414 21.724 0.303 0.233 -0.828
Si 1.239 -7.034 21.771 0.149 0.157 -0.745
Si 4.414 -3.976 21.788 -0.224 -0.098 -0.763
Si 6.675 -1.76 21.761 0.061 0.235 -0.69
Si -6.561 1.619 21.863 -0.082 -0.157 -0.708
Si 6.944 4.2 21.854 -0.126 -0.203 -0.657
Si -7.037 6.735 21.837 0.222 0.068 -0.676
Si 6.744 -6.917 21.459 -0.078 -0.173 -0.692
Si 9.8 -3.83 21.587 -0.236 -0.322 -0.652
Si -3.73 -1.184 21.942 -0.22 -0.135 -0.717
Si -1.64 1.18 21.891 0.276 0.075 -0.732
Si -4.3 3.818 21.982 0.156 0.249 -0.688
Si -1.017 7.103 21.881 -0.187 -0.191 -0.74
Si -3.742 -6.657 21.639 -0.238 -0.02 -0.712
Si -1.59 -4.403 21.699 0.121 0.12 -0.774
Si -10.001 1.449 -3.781 0.013 -0.043 -0.022
Si -8.327 4.071 -6.785 -0.045 -0.031 -0.063
Si -1.495 6.68 24.946 -0.08 0.029 -0.074
Si 7.851 7.927 -5.046 -0.027 0.051 0.047
Si -2.813 -1.587 -7.059 -0.032 0.199 0.066
Si -1.519 6.393 -2.407 -0.056 0.06 0.016
Si -5.509 -7.679 23.85 -0.099 -0.057 -0.126
Si -8.21 -7.927 -2.016 0.028 -0.063 0.034
Si 1.633 0.751 25.754 0.011 -0.073 -0.051
Si -4.577 -5.697 -4.75 0.051 -0.089 0.12
Si 4.176 -5.084 -3.451 -0.027 -0.057 0.256
Si 0.838 6.489 -4.439 0.049 -0.022 0.01
Si -3.832 4.574 25.009 0.045 -0.056 -0.088
Si -5.472 6.734 26.129 -0.066 -0.093 0.05
Si -7.292 1.07 24.815 0.006 -0.052 -0.066
Si 6.582 0.304 -4.386 0.064 -0.022 -0.081
Si 2.529 -7.321 -4.843 0.067 0.036 0.075
Si -1.056 -6.67 26.067 -0.026 -0.092 -0.058
Si -1.91 2.256 -4.832 0.128 0.025 0.058
Si 5.096 8.059 23.824 -0.022 0.097 -0.056
Si 5.65 0.868 -7.132 0.05 0.01 0.055
Si -3.887 -2.568 24.8 0.035 0.027 -0.034
Si 4.934 -0.048 -1.942 0.125 -0.058 0.103
Si 4.485 0.889 24.673 -0.072 -0.093 -0.117
Si -9.419 -3.605 -4.218 0.137 -0.102 0.026
Si 0.024 2.668 24.04 -0.056 0.073 -0.052
Si -5.684 -0.317 -2.326 -0.03 0.103 0.063
Si 1.438 -2.147 24.793 0.048 0.037 -0.113
Si -2.518 3.391 -2.035 0.025 -0.065 0.15
Si 6.763 -5.613 -4.995 0.01 0.109 0.023
Si 3.161 -5.85 24.013 -0.035 -0.08 -0.2
Si 3.892 6.956 -6.818 -0.031 0.037 -0.011
Si 6.926 2.977 -5.474 -0.012 -0.122 -0.086
Si 2.04 -0.932 -2.748 -0.002 0.101 0.065
Si -6.981 -5.27 -2.867 -0.096 -0.006 0.128
Si 0.522 -5.089 -4.976 -0.078 -0.046 0.088
Si -8.256 7.124 -6.598 -0.085 -0.04 -0.121
Si -6.072 -4.633 24.502 0.002 0.07 -0.102
Si 5.83 3.387 24.781 0.027 0.045 -0.102
Si -2.218 -4.413 -6.249 0.039 0.014 -0.059
Si -1.094 -3.837 24.678 -0.041 -0.016 -0.041
Si -3.061 -7.362 -2.685 0.008 0.048 0.155
Si 11.51 2.018 -6.742 0.115 0.007 0.005
Si 2.218 4.14 -2.896 -0.104 0.069 0.257
Si 8.793 -0.669 23.87 0.008 0.01 -0.156
Si 5.89 5.684 -4.773 0.054 0.025 0.048
Si 0.309 4.694 26.231 0.015 0.014 0.035
Si 1.212 1.568 -4.401 -0.064 -0.025 -0.053
Si -10.397 4.162 -2.637 -0.049 -0.206 -0.012
Si 9.236 -7.227 25.498 -0.038 -0.113 -0.091
Si 2.554 -2.969 -5.108 -0.001 -0.065 0.03
Si -0.395 -5.715 -2.098 -0.079 -0.031 0.068
Si 4.964 5.267 -2.019 -0.007 -0.119 0.104
Si -4.087 0.243 -4.942 -0.087 -0.025 -0.059
Si 1.279 -1.37 5.4 0.01 0.01 -0.006
Si 4.002 1.316 5.428 0.005 -0.002 0.008
Si 1.287 4.044 5.489 0.002 0.006 0.007
Si 4.033 6.84 5.506 0.007 0.013 0.018
Si 1.293 9.546 5.449 -0.005 -0.007 -0.002
Si 3.983 -4.065 5.433 -0.001 0 -0.002
Si 6.697 -1.389 5.407 0.003 0.011 -0.009
Si 9.468 1.369 5.468 0.008 0.004 0.013
Si 6.708 4.069 5.484 0.003 -0.007 0.014
Si 9.436 6.827 5.444 0.005 0 -0.002
Si 6.723 -6.797 5.428 -0.004 -0.015 0.009
Si 9.408 -4.066 5.399 -0.01 -0.005 0.006
Si -4.13 -1.359 5.464 0.01 0.005 0.005
Si -1.413 1.351 5.472 0 0.006 0.001
Si -4.101 4.059 5.464 0.018 0.011 0.007
Si -1.441 6.811 5.486 -0.014 0.008 0.017
Si -4.102 -6.827 5.53 0.002 -0.015 0.01
Si -1.394 -4.034 5.454 -0.007 0.001 -0.003
Si 2.636 -0.023 6.792 -0.009 0.001 -0.006
Si 5.355 2.682 6.809 0.01 0.002 -0.004
Si 2.657 5.435 6.816 -0.005 0.003 -0.007
Si 5.397 -8.138 6.842 0.002 0.003 0.007
Si 2.655 -5.434 6.817 0.012 0.006 -0.001
Si 5.354 -2.726 6.799 -0.007 -0.002 -0.002
Si 8.08 -0.023 6.768 0.007 -0.003 -0.007
Si 10.837 2.742 6.789 -0.009 0.001 0
Si 8.093 5.444 6.804 -0.006 0 -0.002
Si 10.813 -8.149 6.796 0.005 0.007 -0.002
Si 8.081 -5.432 6.784 -0.003 -0.001 -0.011
Si 10.806 -2.718 6.75 0.005 0.007 -0.006
Si -2.769 -0.008 6.832 0.005 0.002 0.004
Si -0.062 2.697 6.852 0.005 -0.003 0.003
Si -2.772 5.429 6.848 0.008 0.005 -0.006
Si -0.056 8.173 6.82 -0.009 0 -0.004
Si -2.731 -5.428 6.832 0.003 -0.012 -0.005
Si -0.044 -2.703 6.827 -0.003 0.002 -0.003
Si 1.302 1.331 8.187 -0.01 -0.006 -0.001
Si 4.01 4.059 8.169 -0.009 -0.015 -0.004
Si 1.302 6.797 8.177 0.011 0.002 -0.006
Si 4.019 -6.79 8.182 0.005 -0.002 0
Si 1.305 -4.079 8.186 0.003 -0.009 -0.006
Si 4.006 -1.367 8.163 0.003 0.002 -0.007
Si 6.739 1.337 8.152 0 0.004 0.002
Si 9.467 4.087 8.15 0.016 0.007 0.002
Si 6.745 6.796 8.178 0.001 0.007 0.001
Si 9.454 -6.787 8.144 0.001 -0.002 -0.004
Si 6.72 -4.088 8.153 -0.001 -0.008 0
Si 9.453 -1.369 8.128 -0.009 -0.007 -0.004
Si -4.113 1.352 8.206 0.004 -0.003 -0.002
Si -1.406 4.072 8.205 -0.004 0.008 -0.005
Si -4.114 6.78 8.232 -0.007 -0.013 0.001
Si -1.394 -6.797 8.203 0.004 0.005 0.001
Si -4.088 -4.085 8.219 0.011 0.022 -0.005
Si -1.405 -1.359 8.197 0 0.005 0.002
Si -0.048 -0.012 9.564 0.001 0.005 0.003
Si 2.662 2.699 9.538 -0.002 0.007 0
Si -0.041 5.433 9.553 -0.002 0.002 -0.004
Si 2.67 -8.172 9.536 0.005 0.006 -0.003
Si -0.035 -5.443 9.564 0.001 0 0.003
Si 2.668 -2.727 9.544 0.003 0 0.005
Si 5.378 -0.015 9.52 -0.003 0.002 -0.001
Si 8.107 2.707 9.499 0.004 -0.002 -0.001
Si 5.381 5.42 9.521 0.011 0 -0.004
Si 8.113 -8.159 9.515 0.009 0.004 0.001
Si 5.38 -5.441 9.537 -0.006 0 0.004
Si 8.097 -2.729 9.496 0.003 -0.007 -0.001
Si -5.455 -0.005 9.588 -0.005 0.002 -0.003
Si -2.756 2.709 9.571 0.001 0.009 0.004
Si -5.468 5.423 9.59 0.006 0.014 0
Si -2.747 -8.165 9.569 0 0.003 -0.001
Si -5.452 -5.437 9.59 -0.002 -0.012 -0.007
Si -2.741 -2.722 9.579 0.009 -0.015 0.001
Si 1.314 -1.373 10.915 -0.009 0.002 -0.004
Si 4.026 1.34 10.892 0.002 0.005 -0.002
Si 1.312 4.057 10.907 0.002 -0.002 0
Si 4.026 -9.546 10.89 -0.009 -0.001 -0.003
Si 1.325 -6.815 10.912 0.003 -0.005 -0.001
Si 4.028 -4.089 10.903 0.007 -0.002 0.001
Si 6.744 -1.378 10.87 -0.001 -0.008 0
Si 9.47 1.35 10.858 0.002 -0.003 0.005
Si 6.746 4.057 10.869 0 -0.001 0.002
Si 9.476 -9.525 10.863 0.003 0.002 0.003
Si 6.746 -6.814 10.876 -0.004 -0.005 -0.005
Si 9.461 -4.088 10.851 0.002 -0.001 0.001
Si -4.098 -1.367 10.95 0.006 0.001 -0.003
Si -1.396 1.348 10.932 0.006 -0.007 -0.003
Si -4.103 4.065 10.945 -0.008 -0.007 -0.001
Si -1.388 6.79 10.926 0.002 -0.001 -0.001
Si -4.099 -6.807 10.941 0.003 0.005 -0.002
Si -1.386 -4.086 10.935 -0.004 0 0.002
Si 2.676 -0.017 12.269 0.001 -0.002 0
Si 5.391 2.697 12.242 0.002 0 0.001
Si 2.676 5.409 12.263 0.001 -0.004 0
Si 5.4 -8.19 12.236 0.01 0.009 -0.004
Si 2.685 -5.46 12.27 0.003 0.002 0.004
Si 5.398 -2.735 12.251 -0.002 0.001 -0.003
Si 8.11 -0.017 12.22 -0.002 -0.002 -0.002
Si 10.846 2.713 12.202 0.007 0.008 0
Si 8.116 5.42 12.214 0.01 0.008 -0.004
Si 10.847 -8.164 12.204 0.008 0.005 -0.003
Si 8.11 -5.453 12.222 0.003 -0.003 -0.005
Si 10.83 -2.722 12.189 -0.006 -0.005 -0.007
Si -2.739 -0.01 12.311 0.002 0.007 0.001
Si -0.029 2.698 12.289 -0.005 0.012 0
Si -2.735 5.426 12.296 0.001 0.013 -0.001
Si -0.024 8.143 12.284 0.002 0.008 -0.001
Si -2.743 -5.445 12.298 0.003 -0.008 -0.003
Si -0.03 -2.726 12.292 0.01 -0.005 0.007
Si 1.327 1.332 13.653 0.001 -0.006 -0.002
Si 4.027 4.036 13.62 -0.009 0.01 0.005
Si 1.328 6.764 13.637 0.001 -0.002 0.006
Si 4.057 -6.833 13.607 0 -0.011 -0.001
Si 1.329 -4.097 13.634 -0.006 -0.002 0.004
Si 4.039 -1.382 13.616 0.007 -0.004 -0.003
Si 6.751 1.332 13.592 -0.002 -0.002 0.005
Si 9.483 4.064 13.565 -0.004 -0.006 0.004
Si 6.75 -9.568 13.589 0.002 0 0.001
Si 9.468 -6.828 13.562 -0.003 0.006 0.003
Si 6.76 -4.103 13.6 -0.01 0 0.005
Si 9.476 -1.382 13.568 0.009 -0.012 0.005
Si -4.093 1.348 13.68 -0.003 -0.002 -0.003
Si -1.38 4.055 13.655 0.006 -0.007 0
Si -4.085 6.786 13.662 0.001 -0.003 0.001
Si -1.384 9.504 13.641 -0.003 0.011 -0.003
Si -4.082 -4.084 13.681 0.007 -0.02 0.001
Si -1.376 -1.367 13.672 -0.005 -0.001 0
Si -0.016 -0.018 15.043 0.006 0.007 0.006
Si 2.689 2.678 15.019 0.014 0.001 0.007
Si -0.018 5.399 15.019 -0.009 0.006 0.007
Si 2.714 8.116 14.97 0.009 0.015 0.004
Si -0.039 -5.445 14.992 0.006 -0.009 0.004
Si 2.697 -2.747 14.988 -0.002 -0.002 0.006
Si 5.395 -0.025 14.97 -0.001 0.007 0.011
Si 8.127 2.694 14.924 0.007 0.001 -0.003
Si 5.397 5.386 14.963 0.01 -0.002 0.005
Si 8.121 -8.209 14.928 0.003 0.002 0.004
Si 5.417 -5.478 14.969 0.007 -0.007 0.002
Si 8.127 -2.744 14.948 0.004 0.001 0
Si -5.439 0.004 15.067 0 0.005 0.005
Si -2.727 2.699 15.034 0.003 0.01 0.003
Si -5.424 5.422 15.034 -0.003 -0.005 -0.001
Si -2.722 8.142 15.016 -0.001 0.001 0.008
Si -5.429 -5.444 15.052 -0.004 0.004 0.006
Si -2.726 -2.721 15.045 0.003 0.006 0.008
Si 17.457 -1.061 -0.123 0.135 -0.201 0.707
Si 20.138 1.618 0.102 0.236 -0.251 0.705
Si 17.917 3.905 -0.049 -0.313 0.19 0.653
Si 20.055 7.122 -0.009 0.172 -0.127 0.758
Si 17.878 -6.943 0.078 -0.13 0.091 0.703
Si 20.595 -4.156 0.028 -0.156 0.144 0.659
Si 23.22 -1.302 0.62 0.023 -0.021 0.628
Si 25.614 1.669 -0.083 0.139 -0.128 0.605
Si 23.312 3.79 0.059 0.025 0.081 0.631
Si 26.101 6.464 -0.084 -0.215 0.211 0.764
Si 22.723 9.833 -0.131 0.292 -0.177 0.712
Si 9.178 -3.726 0.113 -0.02 -0.143 0.693
Si 12.371 -1.623 0.085 -0.028 0.166 0.737
Si 15.153 1.1 -0.075 -0.14 0.135 0.77
Si 11.881 4.265 0.181 0.105 -0.06 0.728
Si 14.611 7.162 0.209 0.108 -0.195 0.7
Si 12.381 -6.921 0.066 -0.3 0.163 0.665
Si 14.577 -3.844 0.018 0.198 -0.083 0.737
Si 18.98 0.01 1.336 -0.023 -0.022 -0.028
Si 21.759 2.707 1.41 -0.004 -0.005 -0.013
Si 18.957 5.521 1.307 0.013 -0.011 -0.044
Si 21.695 8.231 1.261 -0.011 0.005 -0.07
Si 19.047 -5.362 1.347 0.022 -0.015 -0.045
Si 21.768 -2.806 1.563 -0.043 -0.022 0.029
Si 24.558 0.277 1.564 0.058 0.03 0.008
Si 10.692 2.732 1.465 -0.007 0.009 -0.055
Si 24.496 5.409 1.289 0.022 0.003 -0.061
Si 10.793 -8.141 1.317 -0.005 -0.001 -0.043
Si 24.412 -5.465 1.237 -0.046 0 -0.036
Si 10.767 -2.658 1.45 0.006 -0.004 -0.038
Si 13.575 -0.011 1.302 0.013 -0.004 -0.04
Si 16.269 2.747 1.21 0.01 -0.036 -0.054
Si 13.507 5.462 1.38 -0.01 -0.009 -0.052
Si 16.259 -8.04 1.43 0.02 -0.001 -0.028
Si 13.5 -5.379 1.422 -0.003 0.01 -0.038
Si 16.27 -2.669 1.187 -0.021 0.015 -0.04
Si 17.617 1.408 2.663 -0.02 -0.005 0.04
Si 20.379 4.17 2.653 -0.004 -0.001 0.023
Si 17.589 6.824 2.712 0.016 0.003 0.026
Si 20.387 9.569 2.708 0.015 -0.017 0.035
Si 17.617 -4.006 2.622 -0.021 0.011 -0.006
Si 20.35 -1.339 2.72 -0.02 0.014 0.008
Si 23.086 1.475 2.881 -0.005 0.014 0.025
Si 25.811 4.111 2.755 -0.033 0.011 0.026
Si 23.104 6.836 2.574 -0.019 -0.007 -0.001
Si 25.799 -6.848 2.578 -0.007 0.02 0.037
Si 23.16 -4.176 2.79 0.038 -0.017 0.013
Si 9.412 -1.263 2.734 -0.014 0.026 0.023
Si 12.174 1.35 2.66 -0.001 -0.011 -0.002
Si 14.917 4.077 2.638 0.004 -0.012 -0.002
Si 12.159 6.85 2.734 -0.012 0 0.038
Si 14.914 -6.683 2.775 -0.012 0.012 0.024
Si 12.1 -4.073 2.769 0.017 -0.001 0.02
Si 14.937 -1.356 2.671 0.004 -0.006 0.031
Si 16.271 0.032 4.035 0.004 0.005 -0.018
Si 19.01 2.774 4 0.008 -0.02 -0.011
Si 16.25 5.436 4.041 0.001 0.012 0.001
Si 18.997 8.193 4.03 0 0.014 -0.009
Si 16.297 -5.335 4.068 -0.001 0.007 0.031
Si 18.971 -2.687 4.043 0.016 -0.007 0.01
Si 21.72 0.013 4.092 0.011 -0.008 -0.013
Si 24.462 2.825 4.17 0.002 0.012 0.006
Si 21.748 5.515 4.002 0.009 -0.005 0.009
Si 24.468 -8.166 3.988 0.001 -0.008 0.001
Si 21.758 -5.474 4.119 -0.003 -0.006 0.007
Si 24.523 -2.694 4.026 -0.021 0.004 -0.011
Si 10.818 0.04 4.08 -0.008 -0.001 -0.001
Si 13.54 2.729 4.006 0.002 -0.001 0.005
Si 10.798 5.477 4.097 -0.016 0.001 -0.017
Si 13.542 -8.113 4.071 0.002 -0.009 -0.013
Si 10.768 -5.459 4.089 0.014 -0.015 0.004
Si 13.542 -2.699 4.043 0.013 0.015 -0.02
Si 17.711 -1.258 16.22 0.011 -0.005 0.013
Si 20.457 1.495 16.215 0.002 0.021 -0.007
Si 17.689 4.153 16.238 -0.004 -0.003 0.001
Si 20.409 6.822 16.241 0.002 -0.008 -0.009
Si 17.696 -6.776 16.215 -0.002 -0.012 0.004
Si 20.422 -4.025 16.196 0.019 0.006 -0.025
Si 23.146 -1.286 16.203 0.003 0.011 0.003
Si 9.484 1.327 16.268 0.001 0.001 -0.006
Si 23.106 4.143 16.291 -0.007 -0.005 -0.003
Si 9.465 -9.572 16.298 -0.005 -0.022 0.006
Si 23.137 -6.765 16.222 -0.016 0.015 0.001
Si 9.496 -4.125 16.281 -0.003 -0.003 0.006
Si 12.224 -1.384 16.235 -0.002 -0.017 0.002
Si 15.004 1.414 16.233 0.004 0.005 0.006
Si 12.21 4.065 16.266 -0.01 -0.011 0.003
Si 14.959 -9.527 16.252 0.01 0.006 0.01
Si 12.2 -6.826 16.224 -0.003 -0.005 -0.008
Si 14.94 -4.037 16.167 -0.016 -0.006 -0.011
Si 19.087 0.176 17.537 -0.001 0.011 0.005
Si 21.738 2.828 17.709 -0.034 0.011 -0.007
Si 19.076 5.458 17.634 -0.002 0.002 0.001
Si 21.745 8.216 17.573 -0.002 -0.007 0.007
Si 19.05 -5.371 17.542 0.009 0.003 -0.019
Si 21.786 -2.654 17.532 -0.034 -0.019 0.012
Si 24.491 0.079 17.576 -0.004 -0.01 -0.003
Si 10.851 2.676 17.612 -0.009 0.014 0.006
Si 24.456 5.523 17.637 -0.008 -0.002 0.021
Si 10.859 -8.204 17.608 0.001 0.015 -0.018
Si 24.561 -5.428 17.538 -0.002 -0.017 -0.01
Si 10.861 -2.749 17.612 0.014 -0.01 0.012
Si 13.636 0.002 17.507 0.001 0.005 -0.024
Si 16.345 2.815 17.614 0.012 -0.021 0.006
Si 13.583 5.424 17.61 -0.012 -0.019 -0.016
Si 16.38 -8.184 17.568 0.003 0.011 -0.003
Si 13.554 -5.396 17.489 -0.008 0.012 -0.019
Si 16.324 -2.671 17.49 -0.011 -0.011 -0.007
Si 17.835 1.598 18.965 0.051 0.041 -0.022
Si 20.37 4.188 19.159 0.006 -0.041 0.023
Si 17.746 -9.52 19.003 -0.013 0.039 -0.017
Si 20.373 -6.739 18.907 -0.001 -0.008 -0.019
Si 17.683 -3.988 18.852 0.019 0.002 -0.03
Si 20.426 -1.223 18.83 0.013 0.004 -0.038
Si 23.155 1.43 18.967 -0.001 0.003 0.002
Si 9.43 3.952 18.997 -0.028 -0.02 -0.027
Si 23.077 6.908 18.991 0.007 -0.009 -0.037
Si 9.533 -6.898 19.027 -0.008 0.024 0.008
Si 23.213 -4.029 18.812 -0.014 0.015 -0.03
Si 25.862 -1.254 18.936 0.03 -0.009 -0.03
Si 12.284 1.305 18.878 -0.007 -0.012 -0.034
Si 14.933 4.101 19.007 0.003 0 0.015
Si 12.186 -9.585 18.96 -0.004 -0.023 0.005
Si 14.962 -6.753 18.735 -0.004 -0.006 -0.039
Si 12.228 -4.119 18.951 0.024 -0.028 -0.013
Si 15.035 -1.291 18.854 -0.02 -0.003 0.017
Si 16.457 0.133 20.08 -0.003 -0.008 0.048
Si 19.051 2.886 20.681 -0.04 -0.011 0.039
Si 16.327 5.472 20.355 0.008 0 0.032
Si 19.038 -8.061 20.364 -0.021 -0.018 0.044
Si 16.321 -5.417 20.097 0.01 -0.037 0.029
Si 18.971 -2.509 20.138 -0.031 0.027 0.059
Si 21.802 0.043 20.278 -0.013 -0.01 0.029
Si 24.515 2.8 20.296 -0.012 0.003 0.051
Si 21.705 5.638 20.464 -0.008 0.019 0.056
Si 24.484 8.266 20.315 -0.009 0.02 0.071
Si 21.833 -5.366 20.118 0.008 -0.02 0.05
Si 24.526 -2.683 20.217 0.007 -0.019 0.057
Si 10.932 -0.032 20.231 -0.009 0.015 0.066
Si 13.585 2.622 20.307 -0.007 0.007 0.025
Si 10.827 5.297 20.292 0.011 0.002 0.056
Si 13.622 -8.114 20.072 0.02 0.008 0.038
Si 10.878 -5.532 20.392 0.001 -0.005 -0.001
Si 13.675 -2.663 20.164 -0.001 0.004 0.058
Si 17.924 -0.912 21.559 -0.066 -0.197 -0.7
Si 20.321 1.125 21.726 0.005 0.317 -0.645
Si 17.198 3.987 21.983 0.492 0.248 -0.601
Si 20.669 -8.95 21.823 -0.279 -0.424 -0.657
Si 17.318 -6.946 21.524 0.205 0.042 -0.695
Si 20.592 -3.745 21.164 -0.053 -0.129 -0.753
Si 22.896 -1.631 21.531 0.276 0.331 -0.678
Si 9.831 1.422 21.678 -0.232 -0.084 -0.718
Si 23.34 4.387 21.554 -0.138 -0.08 -0.789
Si 9.291 6.318 21.733 0.087 0.239 -0.731
Si 22.996 -6.788 21.579 0.169 0.252 -0.785
Si 26.096 -3.819 21.535 -0.126 -0.193 -0.793
Si 12.088 -1.616 21.495 0.214 0.213 -0.71
Si 15.259 1.505 21.501 -0.215 -0.115 -0.735
Si 11.955 3.694 21.577 0.108 0.098 -0.781
Si 15.139 -9.172 21.437 0.002 -0.141 -0.725
Si 12.629 -6.617 21.526 -0.361 -0.206 -0.491
Si 14.813 -4.26 21.395 0.234 0.27 -0.556
Si 9.014 -1.321 -3.999 0.088 -0.03 0.074
Si 6.941 -3.862 25.872 0.037 0.024 -0.089
Si 17.967 0.542 25.675 0.058 -0.056 0.078
Si 25.984 -5.361 -3.823 -0.065 -0.045 0.126
Si 9.862 -2.777 25.566 -0.058 0.008 -0.055
Si 15.361 7.666 -2.522 0.055 0.024 -0.01
Si 13.332 -6.932 24.4 -0.075 0.011 -0.099
Si 10.544 -5.591 -1.938 0.11 -0.044 0.031
Si 20.186 -1.625 25.693 -0.078 0.046 -0.048
Si 11.212 -5.355 26.167 0.063 0.101 -0.056
Si 19.462 -2.263 -2.275 -0.062 0.077 0.156
Si 17.366 6.754 -4.466 -0.104 0.011 0.059
Si 13.439 5.551 23.625 -0.033 0.003 -0.105
Si 10.749 6.55 24.561 -0.103 -0.108 -0.163
Si 11.209 -3.106 -6.954 0.061 -0.094 0.014
Si 24.919 -2.426 -1.615 -0.024 0.039 -0.008
Si 20.13 5.697 -7.143 -0.076 -0.011 -0.141
Si 15.512 7.739 25.917 0.008 0.03 -0.191
Si 13.134 2.376 -2.084 -0.014 -0.113 0.14
Si 22.77 5.203 -6.24 0.123 -0.017 -0.06
Si 16.145 5.067 24.772 0.064 -0.06 -0.14
Si 13.266 -1.737 24.282 -0.025 -0.077 -0.079
Si 21.581 -0.159 -1.752 -0.009 0.068 -0.095
Si 19.763 2.972 25.696 -0.053 -0.044 0.074
Si 9.608 -4.227 -4.402 -0.061 0.013 -0.016
Si 15.87 -0.419 23.714 0.048 0.006 -0.212
Si 10.93 0.199 -2.052 0.02 0.038 0.171
Si 18.392 -3.891 26.037 -0.039 0.024 -0.02
Si 10.06 -0.41 -6.664 -0.046 0.071 -0.036
Si 23.513 -2.896 -6.269 -0.051 0.076 -0.134
Si 19.008 -5.238 23.455 -0.03 -0.128 0.105
Si 23.017 1.499 -3.584 0.057 0.053 -0.029
Si 21.07 1.198 -5.679 0.013 0.058 0.047
Si 18.316 0.212 -5.873 0.021 0.134 -0.047
Si 4.39 -1.949 25.583 0.019 0.004 0.083
Si 16.344 -4.971 -5.074 -0.021 -0.016 0.006
Si 8.494 -7.989 -2.004 -0.105 -0.02 0.006
Si 8.23 -5.324 23.531 0.055 0.071 0.084
Si 21.961 2.679 23.851 0.02 -0.152 -0.035
Si 13.777 -4.571 -6.697 0.062 -0.035 0.024
Si 14.607 -4.237 24.224 -0.035 0.129 -0.062
Si 14.507 6.42 -4.988 0.002 -0.023 0.014
Si 25.984 7.247 24.855 -0.066 0.033 -0.207
Si 17.945 4.109 -3.11 -0.003 0.048 0.107
Si 22.771 -2.331 24.297 0.006 -0.076 -0.138
Si 20.77 3.421 -3.846 0.028 0.018 -0.117
Si 16.461 2.532 -5.169 -0.033 -0.041 0.059
Si 18.559 -2.766 -5.281 0.13 0.019 0.101
Si 6.943 7.462 26.227 -0.019 0.073 0.006
Si 25.975 -4.955 26.315 -0.071 -0.02 -0.111
Si 17.921 -7.309 -6.447 -0.092 0.094 0.068
Si 15.946 -5.762 -2.074 -0.05 -0.039 0.095
Si 21.811 5.598 -2.1 -0.024 -0.053 0.123
Si 13.621 3.434 -4.951 0.067 -0.027 -0.01
Si 17.631 -1.32 5.406 -0.005 0.008 0.001
Si 20.355 1.411 5.394 -0.006 0.031 -0.007
Si 17.642 4.1 5.385 0.01 0.004 0.009
Si 20.377 6.846 5.38 0 0.002 -0.002
Si 17.649 9.571 5.385 0.001 -0.001 0.011
Si 20.367 -4.054 5.387 -0.006 0.005 -0.001
Si 23.124 -1.355 5.386 -0.001 -0.014 0.014
Si 25.863 1.395 5.408 -0.003 0 0.006
Si 23.081 4.19 5.441 0.014 0.008 0.018
Si 25.862 6.828 5.356 -0.008 -0.007 -0.006
Si 23.134 -6.831 5.419 -0.016 0 0.012
Si 25.856 -4.07 5.384 0.008 -0.03 -0.004
Si 12.18 -1.344 5.408 0.007 -0.007 0.005
Si 14.896 1.379 5.388 -0.009 -0.006 0.003
Si 12.187 4.091 5.395 0.009 -0.006 0.006
Si 14.903 6.818 5.397 -0.008 0 0.012
Si 12.167 -6.785 5.437 0.006 0.001 0.004
Si 14.908 -4.025 5.427 -0.006 0.004 0.007
Si 19.004 0.041 6.752 0.008 -0.014 -0.005
Si 21.729 2.77 6.746 -0.005 0.011 -0.005
Si 19.012 5.473 6.729 0.01 -0.005 0.001
Si 21.743 -8.149 6.767 0.027 -0.013 0.002
Si 19.013 -5.407 6.755 0.005 0.001 -0.008
Si 21.745 -2.7 6.74 0.007 0.007 0.003
Si 24.487 0.021 6.735 -0.001 -0.003 0
Si 27.238 2.755 6.734 0.005 -0.007 -0.002
Si 24.495 5.508 6.758 -0.024 0.007 0
Si 27.21 -8.133 6.733 -0.012 0.002 -0.011
Si 24.484 -5.421 6.743 -0.001 -0.005 -0.006
Si 27.224 -2.709 6.744 -0.005 0.01 0.003
Si 13.543 0.022 6.762 -0.003 0.004 -0.002
Si 16.276 2.738 6.74 -0.002 -0.002 -0.006
Si 13.548 5.453 6.756 0.001 0.005 -0.005
Si 16.282 8.193 6.733 -0.001 -0.004 0
Si 13.547 -5.413 6.766 0.003 -0.004 -0.001
Si 16.274 -2.671 6.775 -0.011 0.005 0.002
Si 17.64 1.39 8.109 -0.006 -0.001 -0.001
Si 20.369 4.121 8.103 0.002 -0.006 0.001
Si 17.652 6.837 8.089 0.004 0.014 -0.004
Si 20.384 -6.764 8.103 -0.003 0.008 -0.006
Si 17.649 -4.044 8.108 0 0.001 -0.01
Si 20.388 -1.323 8.09 0.01 0.001 -0.002
Si 23.116 1.397 8.075 0.008 0 -0.005
Si 25.857 4.114 8.08 -0.002 0.007 -0.004
Si 23.12 6.838 8.12 0.004 0.01 0.005
Si 25.855 -6.77 8.097 0.002 0.007 -0.002
Si 23.113 -4.059 8.094 -0.017 -0.013 0.005
Si 25.851 -1.341 8.089 -0.011 -0.007 -0.004
Si 12.192 1.373 8.134 0.006 0.006 0.002
Si 14.922 4.101 8.105 -0.004 -0.001 -0.004
Si 12.187 6.802 8.128 -0.009 -0.009 0.004
Si 14.92 -6.78 8.107 -0.01 0 -0.001
Si 12.177 -4.063 8.121 -0.002 -0.009 -0.001
Si 14.91 -1.324 8.129 0.007 -0.004 0.004
Si 16.287 0.03 9.473 -0.014 0.004 -0.002
Si 19.012 2.756 9.453 -0.004 0 0.002
Si 16.292 5.47 9.448 -0.001 -0.006 -0.005
Si 19.018 -8.125 9.45 0.014 0.002 -0.004
Si 16.289 -5.414 9.459 0.006 0.003 -0.006
Si 19.026 -2.683 9.452 -0.006 -0.004 0
Si 21.759 0.039 9.438 -0.009 0.002 0.005
Si 24.486 2.753 9.43 0.003 -0.007 0.004
Si 21.752 5.47 9.453 0.013 -0.006 0.003
Si 24.482 -8.115 9.457 -0.02 0.002 -0.001
Si 21.749 -5.405 9.456 0.003 -0.007 0.004
Si 24.482 -2.691 9.444 0.004 0.005 0.001
Si 10.821 0.002 9.479 0.001 0.005 -0.004
Si 13.566 2.74 9.472 0.005 -0.004 -0.004
Si 10.833 5.444 9.498 0 0.004 0.004
Si 13.561 -8.149 9.465 0.004 0 -0.003
Si 10.828 -5.432 9.488 0 0.001 -0.003
Si 13.549 -2.702 9.473 -0.005 0.012 -0.005
Si 17.666 -1.327 10.814 0.002 0.001 0.001
Si 20.395 1.4 10.793 0.006 0 0
Si 17.658 4.12 10.809 -0.001 -0.003 0.006
Si 20.392 -9.48 10.799 -0.002 0.01 0.001
Si 17.663 -6.764 10.814 -0.011 -0.004 0.001
Si 20.392 -4.037 10.811 0.007 0 0.002
Si 23.126 -1.318 10.798 0 -0.006 -0.001
Si 25.851 1.395 10.788 -0.002 -0.005 -0.005
Si 23.125 4.111 10.795 -0.007 -0.005 0.001
Si 25.841 -9.491 10.795 -0.003 0.01 -0.004
Si 23.116 -6.76 10.806 0.009 0.009 0.002
Si 25.854 -4.044 10.799 -0.004 -0.005 0.004
Si 12.19 -1.35 10.836 0 -0.009 0.004
Si 14.932 1.391 10.827 0.002 0.004 0.004
Si 12.203 4.083 10.842 0.005 -0.005 0.005
Si 14.93 6.817 10.818 -0.003 0.008 -0.001
Si 12.198 -6.8 10.831 0 0 0.001
Si 14.927 -4.06 10.82 -0.008 -0.006 0.003
Si 19.04 0.045 12.155 -0.003 0.003 -0.002
Si 21.758 2.762 12.149 -0.001 -0.011 0.001
Si 19.03 5.484 12.153 0.008 -0.001 -0.001
Si 21.761 -8.128 12.158 -0.002 0.004 -0.004
Si 19.036 -5.403 12.169 0.002 0.004 0.004
Si 21.762 -2.668 12.159 0.002 0.004 0.001
Si 24.495 0.044 12.152 0.002 0.004 0.004
Si 27.196 2.752 12.165 -0.006 -0.015 0.005
Si 24.484 5.471 12.156 -0.002 0.007 0.002
Si 27.198 -8.132 12.145 -0.009 -0.008 0.004
Si 24.48 -5.395 12.147 -0.01 -0.007 0.001
Si 27.219 -2.68 12.153 0.004 -0.002 0.001
Si 13.565 0.024 12.171 0.004 0.006 -0.009
Si 16.304 2.757 12.169 -0.011 -0.006 -0.002
Si 13.572 5.452 12.182 0.004 0 -0.004
Si 16.302 8.185 12.161 0.004 0.005 -0.006
Si 13.57 -5.436 12.173 -0.007 0.001 -0.01
Si 16.304 -2.694 12.165 -0.007 -0.002 -0.005
Si 17.691 1.414 13.511 0.008 -0.003 0.004
Si 20.404 4.136 13.502 -0.003 0.001 0.001
Si 17.673 6.839 13.515 -0.015 0.015 0.001
Si 20.411 -6.766 13.516 0.016 -0.016 0.001
Si 17.677 -4.039 13.527 -0.004 0.002 0.013
Si 20.412 -1.294 13.517 -0.002 0 0
Si 23.137 1.419 13.501 -0.005 -0.001 0
Si 25.838 4.121 13.531 -0.005 0.002 -0.001
Si 23.123 -9.49 13.513 0.003 -0.008 0.003
Si 25.832 -6.766 13.492 -0.004 0.016 0.005
Si 23.131 -4.03 13.506 0.005 0 -0.003
Si 25.862 -1.311 13.512 0.008 0.004 0.009
Si 12.215 1.36 13.558 0.004 -0.011 0.013
Si 14.942 4.102 13.533 0.003 0.001 0.003
Si 12.211 -9.526 13.556 0.003 -0.003 0.007
Si 14.939 9.529 13.526 0.003 -0.009 -0.002
Si 12.199 -4.089 13.524 0.003 0 0.004
Si 14.946 -1.32 13.511 -0.015 -0.001 0.006
Si 16.327 0.051 14.851 -0.001 0.015 0
Si 19.045 2.796 14.866 0.005 0.001 0.004
Si 16.316 5.473 14.867 0.003 -0.001 -0.001
Si 19.055 8.185 14.87 0.003 0.001 0
Si 16.315 -5.427 14.862 -0.011 0.008 0.005
Si 19.049 -2.652 14.867 0.007 0.002 -0.003
Si 21.782 0.083 14.864 0.003 0.007 0.006
Si 24.459 2.783 14.895 -0.01 -0.006 0.01
Si 21.767 5.474 14.88 -0.01 0.002 0.008
Si 24.485 -8.128 14.861 -0.005 -0.004 0.006
Si 21.782 -5.399 14.86 -0.004 0.004 -0.009
Si 24.496 -2.67 14.858 -0.016 -0.009 0.008
Si 10.849 -0.019 14.904 -0.005 -0.001 -0.001
Si 13.589 2.736 14.896 0.007 0.007 -0.002
Si 10.846 5.427 14.918 0.005 0.008 -0.003
Si 13.593 -8.167 14.893 -0.001 0.011 0
Si 10.839 -5.459 14.887 0.005 -0.006 -0.003
Si 13.571 -2.697 14.832 0 -0.012 -0.013
Si 33.722 -1.126 0.075 0.109 -0.098 0.761
Si -28.706 1.517 0.139 0.114 -0.072 0.693
Si 34.33 3.711 0 -0.262 0.202 0.732
Si -28.898 6.859 -0.082 0.33 -0.119 0.654
Si 34.398 -7.04 0.153 -0.064 0.163 0.696
Si -28.11 -4.41 0.127 0.008 0.067 0.659
Si -25.214 -1.674 0.073 -0.22 0.005 0.742
Si -23.262 1.587 0.254 0.177 -0.054 0.752
Si -25.445 3.814 0.275 -0.11 0.069 0.702
Si -22.689 6.587 0.305 -0.077 -0.1 0.625
Si -26.124 9.507 0.045 0.199 0.002 0.609
Si 26.151 -4.299 0.184 -0.347 0.234 0.737
Si 28.807 -1.636 -0.175 -0.187 0.136 0.671
Si 31.517 1.11 0.016 -0.187 0.196 0.737
Si 28.361 4.355 0.142 0.152 0.039 0.735
Si 31.579 7.328 -0.054 -0.354 -0.139 0.65
Si 28.372 -6.573 0.023 0.203 -0.293 0.675
Si 30.953 -3.962 -0.067 0.176 -0.014 0.663
Si -29.896 -0.057 1.376 -0.028 -0.018 -0.057
Si -27.108 2.653 1.45 -0.005 0.003 -0.053
Si -29.921 5.344 1.359 0.002 -0.022 -0.041
Si -27.275 7.986 1.341 -0.033 -0.035 -0.034
Si -29.744 -5.467 1.411 0.006 -0.01 -0.036
Si -26.933 -2.776 1.311 0.013 -0.002 -0.075
Si -24.321 -0.062 1.515 0.002 0.025 -0.056
Si 27.148 2.779 1.37 -0.014 -0.001 -0.044
Si -24.316 5.414 1.521 0.001 0.019 -0.052
Si 27.199 -8.214 1.22 0.003 0.006 -0.039
Si -24.374 -5.608 1.223 -0.003 0.003 -0.031
Si 27.284 -2.656 1.365 0.029 0.03 -0.046
Si 29.909 -0.066 1.232 0.01 -0.024 -0.026
Si 32.683 2.686 1.306 0.004 -0.028 -0.026
Si 30.029 5.717 1.121 0.088 -0.012 -0.034
Si 32.866 -8.08 1.592 0.016 0.013 -0.007
Si 29.911 -5.448 1.396 0.006 0.011 -0.019
Si 32.587 -2.793 1.25 -0.035 -0.002 -0.043
Si -31.241 1.344 2.729 -0.003 0.003 0.024
Si -28.467 4.077 2.738 -0.018 0.014 0.018
Si -31.194 6.698 2.814 0.039 0.001 0.021
Si -28.497 9.411 2.78 0.032 0.007 0.039
Si -31.235 -4.091 2.62 -0.025 0.004 0.004
Si -28.43 -1.435 2.626 0.021 -0.002 0.006
Si -25.779 1.263 2.805 0.014 0.012 0.018
Si -22.992 4.07 2.891 0.015 -0.014 0.046
Si -25.786 6.776 2.724 0.002 0 0.025
Si -22.976 -6.859 2.668 0.011 0.025 0
Si -25.65 -4.19 2.698 0.003 -0.016 0
Si 25.917 -1.273 2.714 -0.01 -0.011 0.01
Si 28.563 1.344 2.6 0.012 -0.007 -0.009
Si 31.313 4.191 2.522 0.008 0.041 -0.016
Si 28.621 6.861 2.632 -0.013 -0.009 -0.009
Si 31.349 -6.734 2.751 -0.035 -0.006 0.004
Si 28.579 -4.06 2.754 0.005 0.012 0.022
Si 31.271 -1.403 2.66 0.003 0.011 0.019
Si -32.626 -0.032 4.025 -0.006 -0.022 -0.001
Si -29.86 2.708 4.069 -0.014 0.005 -0.011
Si -32.638 5.388 4.069 -0.006 -0.006 0.01
Si -29.853 8.095 4.146 -0.013 0.006 0.012
Si -32.563 -5.394 4.074 0.007 0.006 0.016
Si -29.846 -2.752 3.986 0.01 0.008 0.012
Si -27.159 -0.086 4.099 -0.005 -0.005 0.018
Si -24.397 2.658 4.143 -0.009 0.005 -0.023
Si -27.114 5.421 4.111 -0.025 -0.013 0.011
Si -24.38 -8.182 4.051 0.007 -0.014 0.002
Si -27.082 -5.505 4.061 0.005 0.006 -0.027
Si -24.352 -2.793 4.102 -0.023 -0.014 -0.013
Si 27.269 0.039 4.077 -0.027 0.018 0.002
Si 29.958 2.765 3.897 -0.009 -0.009 -0.007
Si 27.257 5.48 4.006 -0.018 -0.004 -0.002
Si 29.951 -8.123 4.042 0.002 -0.003 -0.022
Si 27.157 -5.461 3.989 -0.016 0.018 -0.012
Si 29.954 -2.717 4.091 0.018 0.011 -0.003
Si -31.289 -1.317 16.309 0.013 0.012 0.006
Si -28.602 1.287 16.32 -0.024 -0.006 0.002
Si -31.284 4.033 16.18 -0.007 -0.01 -0.009
Si -28.504 6.801 16.143 -0.001 -0.003 -0.026
Si -31.241 -6.733 16.167 0.023 -0.006 -0.01
Si -28.518 -4.058 16.271 0.01 0.018 0.003
Si -25.842 -1.419 16.397 -0.004 0.001 0.004
Si 25.844 1.44 16.234 -0.009 0.008 -0.02
Si -25.859 4.014 16.284 -0.019 0.006 -0.005
Si 25.828 -9.476 16.245 -0.005 0.005 -0.003
Si -25.805 -6.771 16.267 0 0.007 -0.002
Si 25.875 -4.032 16.195 0.022 0 -0.003
Si 28.575 -1.328 16.242 -0.002 0.004 -0.008
Si 31.265 1.359 16.222 -0.024 -0.001 -0.007
Si 28.579 4.113 16.243 -0.004 -0.004 0.004
Si 31.247 -9.535 16.138 0.003 -0.011 -0.008
Si 28.537 -6.784 16.158 0.012 -0.004 -0.014
Si 31.303 -4.004 16.25 0.024 0.011 0.011
Si -30.007 0.026 17.771 0.011 0.036 0.037
Si -27.21 2.612 17.647 0.015 0.006 -0.001
Si -29.819 5.362 17.415 -0.003 0.012 0.01
Si -27.233 8.21 17.529 -0.008 0.002 0.015
Si -29.916 -5.376 17.585 -0.024 -0.03 -0.01
Si -27.194 -2.801 17.767 0.018 -0.011 0.029
Si -24.496 -0.063 17.78 0.017 0.001 -0.001
Si 27.192 2.798 17.609 0.002 0.013 0.014
Si -24.471 5.389 17.576 0.007 -0.019 -0.002
Si 27.218 -8.125 17.576 -0.003 0.005 -0.003
Si -24.476 -5.458 17.722 -0.029 -0.01 0.006
Si 27.205 -2.676 17.592 0 -0.011 0.015
Si 29.924 0.022 17.621 0.007 0.014 0.01
Si 32.606 2.72 17.565 0.024 0.006 0
Si 29.92 5.494 17.604 0.02 0.011 -0.002
Si 32.654 -8.16 17.366 -0.002 0.003 -0.02
Si 29.894 -5.42 17.47 -0.023 0.001 0.014
Si 32.631 -2.639 17.689 -0.024 -0.003 0.006
Si 33.824 1.459 19.121 -0.002 -0.046 -0.029
Si -28.628 3.972 18.9 -0.019 -0.024 -0.005
Si 34.138 -9.479 18.572 0.012 0.028 -0.057
Si -28.541 -6.713 18.925 0.025 0.025 -0.013
Si 33.998 -4.059 18.986 0.029 0.007 -0.015
Si -28.639 -1.442 19.053 -0.022 -0.008 -0.032
Si -25.907 1.276 19.113 -0.02 -0.002 -0.015
Si 25.871 4.206 18.986 0.002 0.013 -0.036
Si -25.869 6.81 18.782 0.04 0 -0.026
Si 25.903 -6.768 18.963 -0.015 0.037 0.004
Si -25.809 -4.186 19.187 -0.018 0.008 -0.019
Si -23.159 -1.415 19.202 -0.008 -0.011 0.016
Si 28.547 1.401 18.934 -0.006 -0.012 -0.014
Si 31.348 4.153 18.91 0.007 -0.003 -0.004
Si 28.532 -9.477 18.976 0.004 -0.034 -0.017
Si 31.251 -6.866 18.693 -0.004 -0.031 -0.053
Si 28.576 -4.094 18.89 0.006 -0.026 -0.031
Si 31.271 -1.257 19.088 0.029 0.027 0.022
Si 32.439 0.179 20.634 -0.024 0.045 0.044
Si 35.219 2.852 20.44 -0.016 0.042 -0.017
Si 32.935 5.539 19.99 0.034 -0.076 0.044
Si 35.343 -8.165 20.05 -0.03 -0.006 0.038
Si 32.575 -5.569 20.045 0.021 0.019 0.044
Si 35.284 -2.766 20.493 0.006 0.012 0.029
Si -27.3 -0.105 20.443 0.01 -0.01 0.046
Si -24.553 2.662 20.447 0 0.012 0.048
Si -27.188 5.383 20.031 0.023 -0.01 0.04
Si -24.66 8.095 20.312 -0.022 0.02 0.032
Si -27.22 -5.574 20.531 0.025 -0.009 0.026
Si -24.482 -2.813 20.624 -0.021 -0.027 0.057
Si 27.233 0.046 20.37 0.015 0.005 0.039
Si 29.842 2.891 20.197 -0.019 0.05 0.018
Si 27.131 5.637 20.447 -0.056 0.03 0.033
Si 30.002 -8.148 20.197 -0.019 0.003 0.056
Si 27.285 -5.452 20.335 0.007 0.005 0.073
Si 29.94 -2.778 20.276 -0.011 -0.022 0.033
Si 34.095 -1.122 21.758 -0.223 -0.131 -0.808
Si 36.289 1.099 21.557 0.145 0.029 -0.795
Si 34.429 4.792 21.714 -0.121 -0.368 -0.593
Si 36.752 -9.548 21.255 -0.072 -0.02 -0.494
Si 33.712 -7.119 21.338 0.08 -0.058 -0.698
Si 36.9 -3.964 21.814 -0.194 -0.106 -0.752
Si -26.185 -1.698 21.83 0.135 0.176 -0.772
Si 26.123 1.713 21.637 -0.221 -0.263 -0.682
Si -25.762 4.362 21.555 -0.013 -0.261 -0.701
Si 25.445 6.709 21.788 0.323 0.164 -0.695
Si -26.288 -7.414 21.82 0.124 0.327 -0.717
Si -23.115 -4.205 22.039 0.012 0.106 -0.764
Si 28.359 -1.658 21.575 0.137 0.163 -0.711
Si 31.007 1.844 21.882 0.188 -0.346 -0.69
Si 28.329 4.017 21.595 0.183 0.322 -0.682
Si 31.7 -9.348 21.255 -0.145 0.033 -0.622
Si 28.938 -6.607 21.593 -0.153 -0.068 -0.682
Si 31.128 -4.45 21.447 -0.066 0.162 -0.681
Si 26.983 3.351 -6.137 -0.064 -0.004 -0.019
Si 24.052 7.835 -5.208 0.008 0.008 0.106
Si -29.188 -0.033 -7.065 -0.086 0.042 0.028
Si -24.278 -8.005 -1.843 -0.091 -0.056 0.079
Si 26.9 -0.241 -2.338 0.094 0.04 0.117
Si 29.036 6.909 -4.525 0.038 0.03 0.097
Si 28.667 -8.052 24.362 -0.016 -0.064 -0.11
Si 28.648 -6.607 -3.057 -0.01 -0.152 0.056
Si -21.855 7.687 -6.867 -0.017 -0.116 -0.048
Si 26.043 -6.468 -6.599 -0.125 -0.155 -0.036
Si -31.942 -3.649 -4.914 0.017 0.082 -0.046
Si 31.782 5.804 -4.846 -0.138 0.051 0.086
Si 27.034 4.407 25.817 0.041 -0.064 0.111
Si 29.474 5.178 24.387 0.009 0.073 -0.077
Si 26.31 1.671 24.586 0.047 -0.003 -0.031
Si -26.079 6.7 26.316 0.055 -0.038 -0.012
Si -31.907 -5.126 25.626 -0.024 0.049 -0.126
Si 30.651 -6.139 25.963 -0.1 -0.023 -0.032
Si 30.187 3.03 -1.92 0.129 -0.088 0.118
Si -28.331 -7.936 25.313 0.021 -0.067 -0.022
Si -29.59 3.027 -4.259 -0.047 0.071 0.137
Si 29.445 1.207 24.608 0.007 0.109 -0.071
Si -27.538 1.285 -2.628 -0.026 -0.004 0.111
Si -28.561 2.21 26.179 -0.018 -0.065 -0.068
Si 23.924 1.759 26.243 -0.009 0.09 -0.122
Si -27.872 2.559 -6.692 0.075 -0.119 -0.08
Si 24.635 6.331 -2.754 0.06 -0.068 0.05
Si -25.794 7.234 -6.304 -0.025 0.057 -0.004
Si 24.695 3.806 -4.237 -0.005 -0.096 0.051
Si -29.171 -5.154 -4.82 -0.053 0.012 -0.039
Si -29.757 -6.02 23.659 0.041 0.001 -0.151
Si -24.79 -6.305 -6.393 0.07 0.055 0.084
Si -30.969 0.587 -4.809 -0.017 0.014 -0.087
Si -31.879 -1.154 -6.905 -0.007 -0.061 0.071
Si 23.549 -3.729 -3.546 -0.022 -0.179 0.057
Si 28.803 -3.744 26.235 -0.067 0.038 0.069
Si 23.401 -6.603 -3.127 -0.112 0.041 0.116
Si 24.284 -5.016 23.806 -0.021 0.076 -0.071
Si -27.163 2.549 23.503 0.018 0.037 -0.143
Si 29.724 -1.566 24.383 -0.051 -0.06 -0.115
Si 32.529 -2.885 23.754 0.034 -0.009 -0.154
Si 31.265 -5.892 -4.492 0.103 -0.034 0.022
Si -22.742 1.146 -4.465 -0.003 0.083 0.031
Si 27.303 0.413 -5.491 0.108 -0.052 0.201
Si -24.95 0.364 23.718 0.02 -0.108 -0.073
Si 32.549 5.118 -1.984 0.054 -0.09 0.058
Si 31.934 4.602 23.157 0.08 0.09 -0.063
Si -26.054 -1.278 -2.768 -0.045 0.009 0.086
Si 19.971 -7.803 24.517 0.101 -0.067 -0.12
Si -24.578 -3.113 -4.469 0.073 -0.043 -0.058
Si -30.915 -1.715 -2.894 -0.034 0.043 0.023
Si 32.104 -6.393 -1.678 -0.106 -0.02 0.184
Si -23.505 3.929 -4.276 0.089 -0.155 -0.027
Si 29.463 4.085 -4.503 -0.055 0.11 0.121
Si -31.215 -1.378 5.36 0.003 -0.005 -0.001
Si -28.507 1.327 5.422 0.006 0.004 0.009
Si -31.242 4.055 5.421 0.008 0.002 -0.005
Si -28.468 6.77 5.484 0.004 -0.012 0.007
Si -31.236 9.508 5.421 0.008 -0.01 0.011
Si -28.489 -4.122 5.37 -0.006 -0.007 -0.007
Si -25.758 -1.432 5.432 0.003 -0.003 -0.003
Si -23.019 1.323 5.493 0.005 0.01 0.009
Si -25.763 4.046 5.465 0.002 0.003 0.008
Si -23.057 6.798 5.491 -0.014 0.01 0.005
Si -25.727 -6.831 5.445 0.016 0.007 -0.008
Si -23.01 12.196 5.482 -0.004 0.003 0.017
Si 28.607 -1.333 5.427 -0.011 -0.027 0.004
Si -33.982 1.392 5.327 0.01 0.01 -0.03
Si 28.604 4.083 5.335 -0.008 0.004 0.001
Si -33.98 6.803 5.391 -0.006 0.004 0.001
Si 28.562 -6.772 5.372 -0.001 0.016 0.003
Si -33.937 -4.054 5.427 -0.009 0.002 0.014
Si -29.88 -0.025 6.759 -0.006 0.008 -0.001
Si -27.142 2.683 6.794 -0.004 -0.001 -0.006
Si -29.875 5.415 6.79 0.003 0.002 0.005
Si -27.101 -8.179 6.813 -0.005 -0.008 -0.004
Si -29.85 -5.458 6.759 -0.004 -0.006 -0.004
Si -27.144 -2.77 6.773 0.003 -0.002 -0.007
Si -24.406 -0.053 6.804 0.001 -0.004 -0.002
Si -21.68 2.687 6.87 0.005 -0.003 -0.001
Si -24.413 5.417 6.832 0.002 -0.002 -0.004
Si -21.672 8.148 6.838 -0.004 -0.005 -0.013
Si -24.39 10.848 6.826 -0.003 0.005 -0.002
Si -21.664 -2.738 6.826 -0.005 -0.007 -0.001
Si -35.313 0.046 6.741 -0.007 0.002 0
Si -32.616 2.698 6.747 0.005 0.007 0.001
Si -35.341 5.438 6.733 0.007 -0.004 -0.009
Si -32.613 8.154 6.76 -0.008 0.014 0
Si -35.335 -5.426 6.736 0 0.007 -0.002
Si -32.566 -2.706 6.762 -0.003 -0.004 0
Si -31.247 1.344 8.107 -0.011 -0.011 -0.001
Si -28.509 4.051 8.142 -0.009 0 -0.007
Si -31.239 6.8 8.122 -0.003 0.002 -0.006
Si -28.491 -6.81 8.135 0.014 0.009 0
Si -31.216 -4.087 8.108 0.007 0.002 -0.007
Si -28.503 -1.383 8.113 -0.004 -0.004 -0.011
Si -25.771 1.326 8.148 -0.004 0.007 -0.007
Si -23.049 4.062 8.198 0.003 0.002 0.002
Si -25.769 6.776 8.188 0.006 0.003 0.002
Si -23.034 9.502 8.197 0.007 0.006 -0.001
Si -25.776 -4.107 8.154 0 -0.016 0
Si -23.045 -1.39 8.182 -0.003 -0.001 0.001
Si 28.589 1.389 8.095 -0.002 0.002 -0.007
Si -33.971 4.085 8.094 -0.01 0.003 -0.005
Si 28.571 6.81 8.08 -0.011 -0.007 -0.003
Si -33.98 -6.794 8.099 -0.008 -0.019 -0.008
Si 28.592 -4.06 8.099 0.01 0.002 -0.004
Si -33.948 -1.332 8.089 0.035 0.023 -0.002
Si -32.603 0.002 9.471 0.001 -0.002 0.005
Si -29.885 2.697 9.477 0.001 0.001 0.001
Si -32.613 5.441 9.464 0.006 -0.008 0.005
Si -29.871 -8.164 9.482 -0.002 -0.006 0.001
Si -32.603 -5.436 9.45 0.001 0.001 -0.001
Si -29.865 -2.731 9.475 -0.005 -0.007 0.01
Si -27.147 -0.029 9.489 0.008 0.004 0.005
Si -24.422 2.686 9.53 0.003 0.002 0
Si -27.15 5.409 9.515 -0.009 -0.001 -0.001
Si -24.402 8.137 9.541 0.004 -0.01 0.002
Si -27.138 -5.458 9.509 -0.007 -0.001 0.005
Si -24.42 -2.746 9.526 -0.006 0.002 0.002
Si 27.217 0.027 9.438 0.005 0.003 0.003
Si 29.942 2.74 9.457 -0.002 -0.011 0.009
Si 27.208 5.466 9.446 -0.01 -0.002 0.003
Si 29.933 -8.153 9.445 0.001 0.005 -0.001
Si 27.22 -5.411 9.45 0.001 -0.005 0
Si 29.958 -2.69 9.441 -0.008 -0.001 -0.004
Si -31.236 -1.363 10.815 -0.001 0.006 -0.007
Si -28.519 1.335 10.834 -0.017 0.005 -0.005
Si -31.251 4.072 10.817 -0.001 0.002 -0.001
Si -28.519 -9.534 10.847 -0.001 0.007 0.001
Si -31.243 -6.788 10.822 -0.003 0 -0.004
Si -28.507 -4.083 10.844 0.013 0.004 -0.004
Si -25.788 -1.376 10.869 -0.004 -0.002 -0.001
Si -23.079 1.334 10.921 -0.01 0.006 0.009
Si -25.79 4.046 10.879 0.004 0 0.003
Si -23.047 6.781 10.906 0.007 -0.008 0
Si -25.775 9.508 10.874 0.003 -0.004 0.001
Si -23.061 -4.093 10.904 0.006 -0.008 -0.001
Si 28.584 -1.331 10.793 0.007 0.003 -0.001
Si -33.979 1.368 10.804 0.018 -0.002 -0.004
Si 28.564 4.1 10.801 0.001 0.009 -0.003
Si -33.984 6.812 10.808 -0.016 0.01 -0.005
Si 28.577 -6.781 10.799 -0.003 -0.005 0.003
Si -33.962 -4.059 10.796 0.015 -0.004 -0.005
Si -29.881 -0.02 12.187 0.002 -0.003 0.004
Si -27.164 2.676 12.217 -0.004 -0.002 0.002
Si -29.894 5.424 12.187 -0.008 -0.012 -0.003
Si -27.148 -8.177 12.204 -0.002 -0.005 -0.003
Si -29.886 -5.424 12.189 0.005 0.002 0.008
Si -27.158 -2.728 12.219 -0.002 -0.007 0.002
Si -24.447 -0.034 12.268 -0.009 0 0.004
Si -21.715 2.691 12.288 0.006 0 0.003
Si -24.413 5.402 12.235 0.007 0.024 -0.007
Si -21.709 8.152 12.281 0 0.002 -0.002
Si -24.428 10.871 12.252 0 -0.003 0.004
Si -21.72 -2.746 12.3 -0.013 -0.003 -0.002
Si -35.347 0.025 12.163 -0.002 0.005 0.003
Si -32.615 2.709 12.164 -0.014 0.002 0.001
Si -35.356 5.452 12.154 -0.008 -0.015 0.005
Si -32.623 8.178 12.163 0.005 -0.011 -0.004
Si -35.335 -5.413 12.142 0.002 0.007 -0.005
Si -32.61 -2.701 12.166 0.016 0.005 0.002
Si -31.26 1.337 13.52 0.013 0.003 -0.008
Si -28.537 4.047 13.543 -0.012 0.003 0.008
Si -31.274 6.799 13.511 -0.011 0.017 0.005
Si -28.513 -6.793 13.529 0.007 -0.007 -0.001
Si -31.238 -4.033 13.537 -0.014 -0.001 0
Si -28.53 -1.37 13.568 0.002 0.002 -0.004
Si -25.838 1.307 13.615 -0.005 0.014 0.01
Si -23.086 4.044 13.636 -0.011 0.005 0.007
Si -25.774 -9.538 13.556 0.003 -0.019 -0.005
Si -23.071 9.521 13.628 -0.001 -0.006 0.007
Si -25.793 -4.072 13.587 -0.006 0.005 -0.007
Si -23.089 -1.39 13.647 0.004 -0.012 0.005
Si 28.56 1.387 13.514 0.003 0.007 0.001
Si -34 4.067 13.49 0.016 -0.002 -0.003
Si 28.546 -9.505 13.493 0.002 0.014 -0.002
Si -33.978 9.561 13.512 -0.002 0.003 -0.001
Si 28.589 -4.045 13.496 0.002 -0.014 0.002
Si -33.982 -1.338 13.513 0.011 -0.002 -0.007
Si -32.629 0.003 14.89 -0.011 0.002 0.013
Si -29.895 2.662 14.888 -0.001 0.007 0.012
Si -32.643 5.411 14.835 -0.016 -0.001 0.006
Si -29.901 8.171 14.842 -0.006 -0.004 0.003
Si -32.626 -5.367 14.864 0.015 0.004 0.007
Si -29.902 -2.681 14.946 0.014 0.003 0.008
Si -27.197 -0.063 14.993 -0.007 -0.007 0.014
Si -24.47 2.657 14.965 -0.003 -0.01 0.001
Si -27.14 5.401 14.866 0.016 0.016 -0.002
Si -24.446 -8.17 14.945 -0.007 -0.012 -0.002
Si -27.171 -5.426 14.908 0.002 -0.012 0.002
Si -24.462 -2.739 15.009 -0.005 -0.003 0.007
Si 27.207 0.049 14.894 0.003 -0.005 0.006
Si 29.917 2.739 14.874 0.005 -0.01 -0.003
Si 27.201 5.476 14.893 0.003 -0.006 0.011
Si 29.91 -8.138 14.815 -0.01 0 0.002
Si 27.202 -5.399 14.82 0.001 -0.005 0.004
Si 29.934 -2.68 14.871 -0.003 0 0.01
Si -15.189 -1.017 -0.03 0.117 -0.191 0.731
Si -12.376 1.318 0.317 -0.011 0.317 0.599
Si -15.293 4.619 -0.148 0.123 -0.132 0.691
Si -12.25 7.131 0.013 0.024 -0.287 0.687
Si -14.53 -7.017 -0.091 -0.228 0.158 0.75
Si -11.821 -4.316 0.221 -0.196 0.069 0.729
Si -9.27 -1.801 0.06 -0.127 0.359 0.669
Si -6.901 1.483 -0.028 0.132 -0.25 0.641
Si -9.122 3.727 0.084 -0.2 0.064 0.757
Si -6.644 6.578 -0.053 -0.16 0.198 0.746
Si -9.69 -6.521 0.42 -0.035 -0.096 0.743
Si -23.073 -3.977 0.086 0.028 -0.211 0.648
Si -20.154 -1.629 0.027 -0.104 0.239 0.738
Si -17.377 1.252 -0.021 -0.251 0.084 0.702
Si -20.574 4.377 0.08 0.107 -0.169 0.768
Si -17.575 6.801 0.258 0.036 -0.037 0.404
Si -19.841 -7.34 0.003 -0.039 0.115 0.677
Si -17.93 12.421 -0.037 0.231 -0.132 0.657
Si -13.758 0.001 1.563 -0.047 -0.028 -0.021
Si -10.846 2.729 1.367 0.013 0.033 -0.033
Si -13.546 5.533 1.219 -0.006 0.015 -0.077
Si -10.875 8.185 1.556 -0.005 -0.006 -0.031
Si -13.525 -5.444 1.354 0.003 -0.025 -0.061
Si -10.8 -2.733 1.558 -0.008 0.019 -0.031
Si -8.146 -0.082 1.245 0.007 0.02 -0.026
Si -21.661 2.786 1.447 0.007 0.009 -0.077
Si -8.13 5.411 1.375 0.005 -0.009 -0.06
Si -21.436 -8.248 1.521 0.023 0.034 -0.037
Si -8.156 -5.366 1.65 0.023 0.025 -0.054
Si -21.629 -2.77 1.467 -0.002 0.004 -0.042
Si -18.975 0.027 1.259 -0.004 0.005 -0.036
Si -16.243 2.858 1.254 0.023 0.013 -0.029
Si -18.988 5.42 1.487 -0.019 0.004 -0.056
Si -16.13 8.246 1.351 0.036 0.007 -0.038
Si -18.93 10.772 1.311 -0.011 0.007 -0.04
Si -16.283 -2.718 1.206 -0.002 0.004 -0.059
Si -15.023 1.487 2.793 -0.008 0.012 0.039
Si -12.229 4.133 2.655 -0.036 -0.014 0.002
Si -14.837 6.837 2.727 0.01 0.006 0.014
Si -12.248 -6.767 2.857 0 0.016 0.021
Si -14.921 -4.049 2.644 -0.014 0.009 -0.003
Si -12.262 -1.358 2.786 0.02 0.007 0.013
Si -9.51 1.286 2.683 0.015 -0.002 0.004
Si -6.822 4.072 2.795 0 0.015 0.039
Si -9.493 6.755 2.768 0.012 -0.008 -0.009
Si -6.791 -6.843 2.802 0.03 -0.03 0.005
Si -9.495 -4.023 2.989 -0.027 -0.014 0.037
Si -22.939 -1.388 2.842 -0.005 -0.021 0.005
Si -20.289 1.356 2.707 -0.006 -0.007 0.001
Si -17.613 4.039 2.756 0.008 -0.017 0.011
Si -20.216 6.755 2.949 0.003 -0.03 0.05
Si -17.514 9.557 2.736 -0.014 -0.018 0.003
Si -20.293 12.114 2.736 -0.001 0.004 0.031
Si -17.629 -1.362 2.652 0 0.007 0.024
Si -16.34 0.024 4.095 -0.003 -0.009 -0.032
Si -13.555 2.775 4.092 0.02 -0.004 -0.005
Si -16.236 5.452 4.072 0.021 0.011 -0.028
Si -13.568 8.165 4.188 -0.004 0.015 -0.001
Si -16.221 -5.389 4.105 0.022 -0.004 0.001
Si -13.593 -2.743 4.109 0.002 -0.005 0.019
Si -10.873 0.001 4.114 0.025 -0.006 0.008
Si -8.195 2.675 4.094 -0.026 0.018 -0.007
Si -10.89 5.431 4.107 -0.013 0.008 -0.001
Si -8.158 8.122 4.146 -0.006 0.007 0.008
Si -10.882 -5.435 4.23 -0.001 -0.024 -0.003
Si -8.113 -2.647 4.219 0.011 0.006 0.004
Si -21.61 0.01 4.139 0.003 0.002 0.02
Si -18.955 2.683 4.126 -0.022 0.013 -0.003
Si -21.645 5.421 4.241 -0.004 -0.012 -0.003
Si -18.845 8.183 4.164 -0.019 0.021 -0.015
Si -21.685 10.824 4.103 0.002 -0.014 0.006
Si -18.946 -2.757 4.053 0.004 0.002 -0.026
Si -14.935 -1.345 16.48 -0.001 0.004 -0.01
Si -12.214 1.353 16.447 0.003 -0.01 -0.002
Si -14.963 4.078 16.465 0.003 -0.003 -0.005
Si -12.245 6.803 16.405 -0.009 -0.01 -0.016
Si -14.964 -6.768 16.451 0.017 -0.011 -0.008
Si -12.249 -4.036 16.435 0 -0.005 -0.017
Si -9.503 -1.33 16.466 -0.001 0.005 0
Si -23.146 1.274 16.35 -0.013 -0.002 -0.007
Si -9.489 4.076 16.432 -0.003 0.004 -0.007
Si -23.09 -9.537 16.303 -0.006 0.014 -0.004
Si -9.502 9.543 16.386 0.005 0.009 -0.004
Si -23.106 -4.083 16.392 0.002 0 -0.005
Si -20.381 -1.356 16.461 -0.008 0.015 0.019
Si -17.661 1.34 16.45 0.003 -0.008 -0.009
Si -20.389 4.059 16.374 0 0.013 -0.003
Si -17.68 6.809 16.419 0.007 0.009 -0.003
Si -20.403 9.513 16.434 0.01 -0.007 0.012
Si -17.672 -4.084 16.449 0.004 0.004 -0.003
Si -13.576 0.034 17.852 -0.016 -0.01 0.005
Si -10.839 2.702 17.797 -0.01 0.012 -0.018
Si -13.571 5.437 17.798 -0.007 0.012 -0.011
Si -10.896 8.204 17.715 0.001 0 -0.003
Si -13.64 -5.35 17.812 -0.025 0.028 -0.024
Si -10.896 -2.681 17.805 -0.017 0.006 0.003
Si -8.115 0.02 17.838 0.004 -0.006 -0.011
Si -21.787 2.654 17.649 0.005 0.001 0
Si -8.099 5.454 17.749 0.004 -0.02 0.01
Si -21.805 -8.186 17.754 -0.025 -0.005 -0.011
Si -8.125 -5.436 17.746 -0.015 0 0.005
Si -21.78 -2.719 17.792 0.008 -0.015 -0.004
Si -18.996 -0.009 17.853 0.011 0.009 0.016
Si -16.347 2.722 17.834 0.005 0.001 -0.012
Si -19.044 5.429 17.756 -0.006 -0.021 0.006
Si -16.323 8.169 17.792 -0.002 0.011 0
Si -19.051 10.889 17.811 -0.003 -0.002 -0.002
Si -16.295 -2.739 17.822 0.014 0.006 -0.023
Si -14.931 1.43 19.209 0.028 0.001 -0.012
Si -12.181 4.071 19.146 -0.015 -0.024 -0.023
Si -14.958 6.791 19.134 0.002 0.004 -0.029
Si -12.246 9.595 19.061 0.028 -0.034 -0.017
Si -14.975 -4.03 19.293 0.003 -0.006 0.001
Si -12.24 -1.337 19.238 0.005 -0.031 -0.038
Si -9.452 1.404 19.196 -0.015 0.023 -0.002
Si -23.212 3.951 18.962 -0.023 0.004 -0.019
Si -9.499 6.847 19.007 -0.009 0.001 -0.028
Si -23.172 -6.819 19.13 0.005 -0.002 -0.012
Si -9.489 -4.057 19.082 0.003 -0.005 -0.044
Si -6.75 -1.343 19.211 0.013 0.009 -0.005
Si -20.432 1.407 19.097 -0.013 0.025 -0.023
Si -17.743 4.079 19.186 0.011 -0.01 -0.022
Si -20.475 -9.592 19.087 -0.015 0.011 -0.001
Si -17.682 9.532 19.168 0.031 0.009 -0.028
Si -20.434 -4.064 19.171 0.016 -0.003 0
Si -17.611 -1.413 19.22 -0.028 0.018 -0.009
Si -16.244 0.01 20.557 0.027 -0.013 0.022
Si -13.563 2.811 20.598 -0.003 0.014 0.031
Si -16.332 5.397 20.519 0.028 0.005 0.047
Si -13.572 8.248 20.404 0.005 0.006 0.035
Si -16.342 -5.42 20.646 -0.004 -0.024 0.065
Si -13.626 -2.661 20.706 0.019 0.027 0.057
Si -10.8 0.036 20.544 -0.02 -0.018 0.048
Si -8.082 2.801 20.527 -0.002 0.012 0.058
Si -10.752 5.463 20.392 0.022 -0.004 0.037
Si -8.132 8.166 20.351 -0.001 0.001 0.044
Si -10.867 -5.419 20.41 -0.004 0.018 0.053
Si -8.154 -2.71 20.491 -0.02 -0.008 0.07
Si -21.741 -0.003 20.45 0.019 -0.002 0.033
Si -19.224 2.852 20.559 -0.059 0.026 0.054
Si -21.897 5.303 20.322 0.024 -0.016 0.049
Si -19.123 -8.212 20.405 -0.012 0.016 0.031
Si -21.807 -5.456 20.515 -0.004 0.001 0.055
Si -19.033 -2.76 20.583 -0.008 -0.008 0.029
Si -14.616 -0.926 22.065 -0.283 -0.334 -0.698
Si -12.309 1.263 21.834 0.165 0.245 -0.703
Si -14.62 4.516 21.898 -0.342 -0.479 -0.575
Si -12.298 6.706 21.578 0.23 0.28 -0.669
Si -15.208 9.188 21.805 0.254 0.377 -0.605
Si -11.938 -3.881 21.809 -0.263 -0.16 -0.734
Si -9.732 -1.61 21.844 0.199 0.207 -0.741
Si -22.941 1.51 21.745 -0.167 -0.038 -0.703
Si -9.173 4.445 21.816 -0.135 -0.093 -0.745
Si -23.53 6.454 21.467 0.001 0.093 -0.729
Si -9.279 9.718 21.644 -0.195 -0.14 -0.74
Si -7.087 -4.345 21.763 0.26 0.152 -0.671
Si -20.102 -1.044 21.788 -0.248 -0.284 -0.795
Si -17.941 1.223 21.589 0.09 0.11 -0.752
Si -20.947 3.922 21.977 0.358 0.134 -0.682
Si -17.55 6.987 21.688 -0.211 -0.294 -0.601
Si -20.236 -6.675 21.754 -0.197 -0.114 -0.729
Si -18.024 -4.406 21.981 0.253 0.247 -0.683
Si -21.191 2.067 -6.85 0.054 0.018 0.003
Si -28.639 8.021 -5.146 0.054 0.008 0.086
Si -14.512 -0.308 -5.479 -0.036 -0.065 0.028
Si -10.59 -7.71 -6.525 -0.084 -0.002 0.01
Si -18.605 4.174 25.915 -0.001 0.044 -0.022
Si -23.541 -5.691 -3.531 -0.048 -0.037 -0.157
Si -21.986 8.037 23.76 0.004 -0.007 -0.049
Si -18.372 -4.941 -2.819 0.042 -0.062 0.059
Si -9.7 -4.895 -7.118 0.02 0.037 0.017
Si -21.148 -5.405 -2.091 -0.032 -0.033 0.116
Si -13.713 -1.448 -2.822 0.013 0.072 0.118
Si -23.525 6.723 -4.494 0.114 -0.018 0.055
Si -17.578 6.733 24.674 0.05 0.025 -0.037
Si -24.404 -6.352 24.015 0.064 -0.011 -0.147
Si -22.876 -4.049 -6.875 -0.071 -0.015 0.078
Si -8 -0.811 -4.405 0.014 0.071 0.026
Si -13.341 3.135 -2.035 -0.052 0.063 0.069
Si -15.286 -7.529 24.772 -0.042 -0.113 -0.102
Si -19.049 3.714 -5.055 0.002 -0.013 -0.018
Si -10.945 -8.032 23.863 -0.001 0.061 -0.058
Si -11.408 3.554 -7.034 0.09 -0.12 -0.01
Si -20.597 -5.909 -6.809 0.079 -0.056 -0.005
Si -11.016 -0.37 -1.686 -0.058 -0.15 -0.052
Si -11.109 3.201 23.945 -0.004 -0.027 -0.101
Si -28.421 -3.268 -2.617 -0.083 0.074 0.098
Si -14.641 -0.652 25.122 -0.045 -0.019 -0.151
Si -21.48 0.268 -1.983 0.051 -0.055 0.208
Si -14.861 6.869 -6.925 -0.078 0.06 -0.011
Si -19.126 6.506 -5.898 0.034 -0.004 0.05
Si -12.246 -3.929 -2.726 0.004 0.045 0.055
Si -12.088 -5.391 24.59 0.1 0.026 0.002
Si -13.69 4.562 24.693 -0.113 0.002 -0.087
Si -21.162 5.363 24.862 0.038 -0.078 -0.262
Si -19.25 2.542 -2.107 0.002 0.052 0.138
Si -26.799 -4.173 -6.246 -0.005 0.041 -0.025
Si -16.466 -4.914 -4.869 -0.038 -0.083 -0.031
Si -28.63 5.638 -3.068 0.006 -0.002 0.131
Si -21.172 -2.689 24.138 0.002 -0.09 -0.076
Si -9.247 3.131 26.186 -0.089 0.041 0.091
Si -25.355 0.908 -5.956 0.051 0.039 -0.128
Si -18.414 -3.605 24.895 0.085 -0.134 -0.113
Si -18.388 -7.009 -4.827 0.003 -0.042 0.026
Si -6.03 2.161 -6.521 0.083 -0.037 0.018
Si -12.777 2.066 -4.847 0.098 0.041 0.161
Si -9.171 -1.259 24.902 0.016 -0.048 -0.053
Si -16.968 4.822 -6.795 0.036 -0.079 0.033
Si -17.574 1.989 24.463 -0.079 -0.111 -0.032
Si -17.447 -0.796 25.967 0.038 0.012 -0.07
Si -26.116 4.039 -2.55 -0.199 0.032 0.054
Si -6.03 -7.281 -7.046 -0.02 -0.016 -0.07
Si -12.955 -8.119 -4.803 0.044 0.059 -0.006
Si -14.31 -6.077 -3.01 0.037 -0.015 0.16
Si -10.82 6.945 -2.831 0.01 0.097 0.237
Si -15.053 2.296 25.932 0.094 -0.095 0.074
Si -14.943 -1.34 5.445 0.001 0.002 -0.002
Si -12.22 1.385 5.463 -0.002 0.01 0.002
Si -14.905 4.107 5.48 -0.007 -0.008 -0.014
Si -12.203 6.796 5.514 0.011 0.005 -0.002
Si -14.922 9.543 5.512 -0.003 -0.001 0.006
Si -12.257 -4.07 5.537 0.009 0.009 0.007
Si -9.525 -1.322 5.531 0.004 0.007 0.003
Si -6.818 1.346 5.462 -0.008 -0.014 0.002
Si -9.544 4.047 5.466 0.007 -0.013 0
Si -6.81 6.777 5.515 0.011 0.001 0.006
Si -9.509 -6.828 5.524 -0.006 -0.008 0.006
Si -6.797 -4.084 5.525 -0.002 -0.014 0.017
Si -20.281 -1.395 5.464 0.002 0 -0.001
Si -17.647 1.334 5.523 -0.008 -0.018 0.008
Si -20.291 4.032 5.531 0.006 0.003 0.011
Si -17.548 6.789 5.511 0.01 0.005 0.011
Si -20.299 9.5 5.474 -0.001 0.007 0
Si -17.6 -4.064 5.471 -0.008 0.003 0.01
Si -13.578 0.009 6.824 0.013 0 -0.006
Si -10.88 2.718 6.867 -0.003 0.002 -0.01
Si -13.566 5.445 6.877 0.002 0.019 -0.006
Si -10.859 -8.176 6.894 0 -0.002 0.005
Si -13.581 -5.439 6.903 -0.002 -0.009 -0.002
Si -10.881 -2.705 6.875 0.004 0.002 0.005
Si -8.162 0.024 6.878 -0.013 0.001 0.001
Si -5.465 2.708 6.833 0.006 -0.005 -0.007
Si -8.183 5.411 6.848 -0.011 0.005 -0.009
Si -5.469 8.144 6.885 0.01 0.002 0.004
Si -8.167 -5.443 6.877 -0.003 0.004 -0.004
Si -5.444 -2.721 6.87 -0.008 0.003 -0.006
Si -18.981 -0.033 6.88 -0.001 -0.001 0.001
Si -16.261 2.72 6.839 -0.002 -0.002 -0.003
Si -18.936 5.426 6.858 -0.002 -0.007 -0.009
Si -16.249 8.169 6.89 0.004 0.001 -0.002
Si -18.966 -5.433 6.835 -0.005 0.001 -0.002
Si -16.268 -2.703 6.85 -0.003 0.002 -0.009
Si -14.92 1.36 8.217 0.002 0.006 -0.001
Si -12.224 4.079 8.241 -0.001 -0.009 0
Si -14.904 6.807 8.254 0.008 0.013 0.001
Si -12.218 -6.807 8.252 0.003 0.002 0.001
Si -14.938 -4.068 8.243 0.007 0.003 -0.006
Si -12.237 -1.342 8.227 0.004 0.004 -0.008
Si -9.522 1.372 8.241 0.016 0.009 0.001
Si -6.818 4.063 8.213 -0.01 -0.005 -0.003
Si -9.511 6.777 8.244 -0.008 0.001 -0.004
Si -6.815 -6.802 8.243 -0.006 -0.003 -0.01
Si -9.527 -4.078 8.235 -0.008 -0.016 -0.007
Si -6.813 -1.362 8.226 -0.002 -0.003 -0.006
Si -20.341 1.326 8.237 -0.019 -0.013 0.007
Si -17.606 4.064 8.233 0.002 0.013 -0.006
Si -20.322 6.781 8.201 -0.007 -0.006 -0.003
Si -17.633 -6.796 8.225 -0.006 -0.014 -0.006
Si -20.321 -4.086 8.208 0.01 0.014 0
Si -17.618 -1.37 8.243 -0.006 0.011 0.008
Si -16.272 0.004 9.598 0.002 -0.012 -0.001
Si -13.578 2.717 9.602 0.01 0.004 -0.001
Si -16.267 5.435 9.603 0.007 0.001 -0.003
Si -13.567 -8.157 9.631 0.004 -0.009 0.003
Si -16.291 -5.436 9.604 -0.011 0.006 -0.004
Si -13.582 -2.706 9.604 -0.003 -0.002 -0.003
Si -10.877 0.007 9.599 0.003 0.005 0
Si -8.165 2.722 9.604 -0.012 -0.002 0.002
Si -10.873 5.434 9.615 0.005 0.002 0.001
Si -8.167 -8.166 9.606 0.004 -0.001 0.001
Si -10.872 -5.437 9.612 0 0.001 0.002
Si -8.166 -2.718 9.595 -0.001 0.006 -0.001
Si -21.712 -0.033 9.579 -0.002 0.003 0.005
Si -18.978 2.701 9.587 0.001 -0.004 -0.006
Si -21.684 5.419 9.558 0.004 0.008 -0.005
Si -18.987 -8.167 9.58 -0.007 0.013 -0.005
Si -21.688 -5.449 9.559 -0.01 -0.003 -0.003
Si -18.984 -2.73 9.595 -0.005 -0.01 -0.001
Si -14.933 -1.354 10.98 0.008 0.009 0.003
Si -12.226 1.363 10.973 -0.001 0.002 -0.001
Si -14.926 4.076 10.98 0.002 0.001 0.002
Si -12.219 -9.523 10.991 0.005 0.004 0
Si -14.939 -6.793 10.979 0.005 0 -0.002
Si -12.232 -4.072 10.97 0.006 0 -0.002
Si -9.52 -1.356 10.961 -0.004 -0.007 -0.004
Si -6.808 1.354 10.957 -0.003 0.001 -0.003
Si -9.518 4.077 10.978 0.005 0.009 0.002
Si -6.81 6.791 10.961 -0.006 -0.004 0.001
Si -9.517 -6.799 10.976 -0.005 -0.003 -0.005
Si -6.807 -4.075 10.96 -0.003 0 -0.003
Si -20.352 -1.378 10.954 -0.001 -0.001 0.004
Si -17.634 1.35 10.97 0.001 0.006 0.002
Si -20.344 4.06 10.941 -0.009 0.007 0.002
Si -17.636 6.794 10.953 0.001 -0.007 -0.004
Si -20.344 -6.803 10.938 -0.008 -0.001 0.003
Si -17.644 -4.083 10.975 -0.012 0.002 0.001
Si -13.578 0.008 12.346 0.009 0.001 -0.006
Si -10.876 2.721 12.345 -0.002 -0.006 -0.001
Si -13.58 5.441 12.356 0.007 -0.001 0.004
Si -10.869 -8.154 12.351 0.003 -0.001 0.005
Si -13.59 -5.426 12.344 -0.005 0.004 0.002
Si -10.875 -2.71 12.331 -0.002 0.001 -0.002
Si -8.16 0 12.328 -0.002 0.004 -0.002
Si -5.45 2.709 12.319 -0.001 0.001 0
Si -8.159 5.437 12.335 -0.011 0.005 0.002
Si -5.447 8.154 12.313 -0.004 -0.003 -0.001
Si -8.16 -5.43 12.334 0.003 -0.007 0.002
Si -5.45 -2.719 12.329 0 -0.001 0.006
Si -19 -0.015 12.326 -0.006 -0.005 -0.005
Si -16.285 2.712 12.342 0.003 0.005 0
Si -18.99 5.425 12.311 0.002 0.011 -0.007
Si -16.302 8.16 12.335 -0.006 -0.006 -0.007
Si -19.01 -5.442 12.329 0.007 -0.004 -0.003
Si -16.298 -2.714 12.341 -0.007 -0.01 -0.003
Si -14.936 1.356 13.721 0.01 -0.007 0.003
Si -12.23 4.075 13.724 0.007 0.007 0.006
Si -14.951 6.807 13.71 -0.003 0.006 0.001
Si -12.234 -6.787 13.707 0.002 -0.002 0.004
Si -14.948 -4.066 13.715 0.002 0.005 0.01
Si -12.22 -1.349 13.707 -0.001 -0.006 0
Si -9.512 1.359 13.698 -0.002 0 0
Si -6.799 4.069 13.688 0.001 0.005 -0.002
Si -9.507 6.799 13.704 0.013 -0.007 0.004
Si -6.791 9.526 13.681 -0.002 0.001 0.002
Si -9.52 -4.061 13.698 -0.014 0.008 -0.001
Si -6.803 -1.353 13.699 -0.008 0.011 0.006
Si -20.372 1.338 13.678 0.002 0.005 0.005
Si -17.648 4.069 13.7 -0.001 -0.001 0.012
Si -20.355 6.796 13.649 -0.003 -0.003 0
Si -17.665 9.518 13.699 -0.005 0.008 0.003
Si -20.369 -4.084 13.696 -0.005 -0.006 0.008
Si -17.656 -1.364 13.716 -0.002 0.009 0.006
Si -16.294 -0.008 15.088 -0.002 -0.001 -0.003
Si -13.592 2.718 15.1 -0.011 -0.005 0.002
Si -16.305 5.44 15.076 0.002 0.003 0.001
Si -13.605 8.185 15.072 0.002 0.004 -0.003
Si -16.318 -5.433 15.067 -0.007 -0.007 0.002
Si -13.595 -2.687 15.072 0.005 0.008 -0.001
Si -10.858 0.006 15.074 -0.001 -0.001 -0.001
Si -8.151 2.712 15.059 -0.002 -0.003 0.002
Si -10.861 5.439 15.072 0.001 0.001 0.006
Si -8.136 8.165 15.047 -0.004 -0.002 0.009
Si -10.886 -5.409 15.065 -0.003 -0.005 0.002
Si -8.167 -2.699 15.069 -0.001 -0.006 0.007
Si -21.731 -0.046 15.025 -0.002 0.005 0.003
Si -19.01 2.692 15.051 -0.005 -0.005 0.005
Si -21.715 5.421 14.979 0.008 0.007 -0.003
Si -19.038 8.161 15.054 -0.001 -0.002 0.001
Si -21.74 10.869 15.04 -0.005 0.002 0.005
Si -19.024 -2.717 15.084 0.007 0 0.004
O 1.164 -3.697 -5.468 -0.289 0.436 -0.678
O 2.718 -0.154 22.101 0.016 0.028 0.109
O -1.609 -8.081 25.448 -0.417 0.149 -0.044
O 2.625 -5.316 25.438 0.442 0.385 0.265
O 0.123 -8.113 22.287 -0.056 0.124 0.116
O 3.878 -4.673 23.163 -0.062 0.24 0.331
O -4.627 -4.012 24.874 0.282 -0.366 0.327
O 5.559 -2.879 22.234 0.046 0.143 0.404
O -8.112 5.593 22.341 -0.274 0 0.634
O 1.204 -1.64 -1.55 -0.271 -0.363 -0.405
O -5.78 1.318 25.305 0.244 -0.361 -0.315
O 0.447 -5.17 -3.359 0.555 0.248 0.153
O 9.465 -6.751 -1.704 -0.158 0.07 0.407
O -5.508 5.47 -0.477 0.183 0.241 -0.183
O 3.78 4.283 -2.507 0.255 -0.746 -0.254
O -2.636 -8.167 0.062 0.039 0.164 0.226
O -5.22 5.37 25.286 -0.667 -0.301 -0.508
O 6.099 -7.8 22.657 -0.278 -0.152 -0.154
O 0.624 -6.537 -1.16 -0.028 -0.228 -0.128
O 3.193 -2.281 -6.421 0.267 0.534 0.074
O 5.93 7.349 24.989 -0.049 -0.725 -0.149
O -4.138 -1.928 23.329 -0.063 -0.044 -0.085
O -5.626 -5.022 -3.718 -0.095 0.359 -0.114
O 9.811 0.988 -1.204 -0.338 -0.177 -0.312
O 1.286 4.262 -1.547 -0.493 0.336 -0.404
O 2.245 -1.859 -4.017 0.029 -0.233 -0.078
O -4.519 -1.534 25.873 -0.5 0.077 -0.103
O -1.583 6.606 23.325 -0.204 -0.345 -0.177
O 3.415 -8.043 -5.997 0.121 0.247 -0.07
O -0.2 0.185 -0.456 -0.088 0.13 -0.411
O -5.447 2.715 22.36 0.155 -0.211 0.423
O -4.201 -7.552 22.92 0.52 -0.606 0.259
O -2.646 5.617 25.45 0.203 0.13 0.331
O 9.042 6.999 -1.295 0.148 -0.083 -0.505
O -8.129 -2.88 -0.356 -0.071 0.3 -0.553
O 1.937 -6.416 23.112 0.016 0.274 0.255
O 6.256 3.684 23.244 -0.428 -0.133 -0.055
O -2.572 0.797 -4.944 0.2 -0.167 0.032
O 1.915 4.449 26.156 0.051 -0.072 0.008
O 12.702 -5.781 -6.663 -0.331 -0.308 0.547
O 4.224 1.511 23.197 0.304 0.496 0.361
O 7.99 2.733 -0.435 0.133 0.104 -0.629
O 5.725 1.803 25.148 0.583 -0.142 0.665
O -5.02 -1.363 -1.281 -0.039 -0.226 -0.263
O -6.184 0.947 -1.415 0.404 0.096 0.014
O -7.293 1.049 23.199 -0.111 -0.093 0.17
O 9.125 -2.885 -3.63 -0.281 -0.009 0.422
O -9.616 7.528 -5.79 0.087 -0.111 0.769
O -6.682 -4.78 -1.341 0.084 -0.1 -0.022
O -7.2 -0.934 -5.81 0.322 -0.217 0.075
O -3.768 -6.917 -4.059 0.146 -0.359 -0.352
O -4.928 3.161 -7.157 -0.145 0.374 -0.207
O -2.61 2.945 -3.562 -0.196 0.322 -0.129
O -11.649 7.135 23.002 0.312 -0.449 0.418
O 7.153 -4.917 24.659 -0.501 -0.403 0.042
O 1.249 -0.817 25.695 -0.17 -0.201 0.571
O -3.673 4.279 23.422 0.405 -0.14 -0.07
O -5.214 1.33 -5.385 0.086 0.013 0.084
O -1.214 1.997 23.246 -0.244 -0.032 0.249
O -4.056 -6.829 -1.495 -0.62 0.18 -0.254
O 3.872 -4.495 -1.946 -0.56 0.394 -0.303
O -0.307 2.086 -4.693 0 0.199 -0.014
O 8.496 8.039 -3.578 0.151 -0.044 0.01
O 7.515 -1.288 23.088 -0.247 -0.219 0.52
O -1.964 -2.81 -6.401 0.596 0.235 0.067
O 1.263 0.376 -3.302 -0.2 0.06 0.345
O 9.223 -4.133 23.094 0.142 0.453 0.72
O -5.07 8.027 25.267 0.527 0.185 0.229
O -10.585 -0.785 25.539 -0.369 0.611 -0.095
O 4.125 6.95 23.202 0.126 -0.173 0.579
O 6.046 -1.043 -1.308 0.354 -0.188 -0.311
O -1.017 -4.457 -1.297 0.244 0.026 -0.363
O -2.851 -2.724 -0.531 -0.039 0.132 -0.6
O 6.065 2.382 -6.713 -0.468 0.113 -0.3
O -7.346 -6.861 -2.877 0.29 0.002 -0.634
O -8.223 -5.461 22.126 0.019 -0.069 0.186
O 5.302 0.426 -3.427 -0.452 0.458 -0.468
O -2.718 -5.497 22.171 0.186 0.14 0.546
O -7.288 3.071 -6.04 -0.294 -0.084 0.277
O -6.599 -3.785 23.218 0.112 0.614 0.141
O -13.195 -4.795 25.629 -0.651 0.023 -0.126
O 5.561 6.109 -3.257 0.046 0.211 0.012
O -22.548 2.674 -3.897 0.54 0.1 0.208
O 1.634 7.861 -4.126 -0.15 0.169 0.661
O 16.975 -1.247 22.852 -0.317 -0.483 0.001
O -10.214 0.88 -2.292 0.406 0.255 0.334
O -6.563 7.64 23.123 0.015 0.316 0.181
O 5.483 -5.686 -0.481 -0.127 0.19 -0.016
O -0.722 6.852 -1.072 0.396 0.138 -0.141
O -0.955 -3.828 23.069 0.546 0.164 0.092
O 30.913 1.694 -1.394 0.01 -0.48 -0.519
O 7.012 3.909 25.746 0.091 0.378 -0.078
O -11.907 3.865 -2.124 -0.123 -0.025 -0.078
O 6.065 -0.093 -5.875 0.33 -0.53 -0.043
O -23.995 -6.458 -2.19 0.007 0.287 0.411
O -7.281 7.184 -1.442 0.268 -0.168 -0.373
O 5.61 -3.006 25.553 -0.003 -0.283 -0.344
O 12.066 1.244 -2.513 -0.237 0.142 -0.492
O -3.53 -4.602 -5.317 -0.296 0.524 0.181
O 4.835 -0.687 24.655 0.514 -0.136 -0.282
O 2.736 2.672 -0.243 0.019 0.104 -0.529
O 17.942 -1.337 -5.697 -0.259 -0.051 0.127
O -1.677 2.26 -1.234 0.297 -0.142 -0.165
O 7.214 6.465 -5.248 0.33 -0.238 -0.101
O 32.143 -3.958 22.616 0.275 -0.309 0.115
O -10.659 -5.247 25.369 0.204 0.309 -0.398
O 21.34 0.706 -7.194 -0.271 0.212 -0.278
O 21.654 -5.296 -0.463 0.014 -0.092 -0.36
O 12.348 6.416 24.444 0.109 0.405 0.166
O -18.938 3.019 -3.608 0.28 -0.002 -0.105
O -18.609 7.732 25.413 -0.154 0.178 -0.104
O -28.259 -6.578 26.168 0.164 0.022 0.218
O -21.639 -7.079 -7.208 -0.547 0.099 -0.187
O 24.42 2.715 -0.558 0.049 0.222 -0.372
O -25.761 -7.858 -1.199 -0.366 -0.029 -0.439
O 1.779 5.306 -3.904 0.446 -0.199 -0.471
O 5.77 -5.182 -3.788 0.278 -0.015 0.236
O 17.198 3.355 -6.313 -0.023 0.17 0.033
O 19.13 0.06 22.127 0.172 -0.08 0.295
O 30.916 4.458 -5.122 0.048 -0.574 -0.426
O 19.279 3.211 -3.264 -0.146 -0.663 0.136
O 16.207 -8.057 22.019 -0.226 0.104 0.131
O 17.807 -6.123 22.837 -0.382 -0.128 0.323
O 17.108 4.622 23.516 0.027 0.227 0.073
O -28.853 -7.354 23.885 0.242 -0.298 -0.353
O 21.704 -2.726 21.766 0.126 0.008 0.392
O 8.1 5.305 22.224 -0.003 0.017 0.175
O 16.31 0.036 -0.566 -0.031 -0.054 -0.319
O 0.553 -6.683 26.202 0.334 -0.472 -0.302
O 16.427 -5.179 -3.485 0.441 0.21 0.196
O 23.067 -7.082 -1.618 -0.151 -0.33 -0.144
O 10.826 5.38 -0.387 -0.192 0.271 -0.25
O 20.771 2.773 -5.367 -0.407 0.294 -0.535
O 13.426 -8.128 -0.274 0.115 0.172 -0.384
O 10.284 7.876 25.364 0.063 0.228 0.178
O 21.899 -7.905 22.005 0.063 0.11 0.147
O 18.938 -8.078 -0.46 0.079 -0.046 -0.418
O 18.35 -4.122 24.432 -0.144 0.238 -0.304
O 20.943 -8.03 25.804 0.398 -0.052 0.032
O 23.029 -2.816 -4.739 -0.208 0.531 0.09
O 12.671 -1.109 22.924 0.138 0.382 0.141
O 9.069 -6.616 24.007 0.288 -0.404 -0.269
O 31.46 -4.935 -1.297 -0.135 -0.123 -0.578
O 17.564 4.415 -1.563 -0.206 0.461 -0.156
O 19.983 -3.464 -1.316 -0.107 -0.307 -0.199
O 12.519 -1.064 25.519 0.015 0.538 0.092
O 12.627 4.394 22.868 -0.199 -0.237 0.203
O 20.69 -1.236 -2.55 0.156 -0.066 -0.385
O 26.415 3.256 24.868 -0.004 0.087 -0.072
O 17.25 -6.168 -1.21 0.173 0.097 -0.247
O 14.025 7.629 -5.957 0.03 0.431 0.155
O 9.4 0.536 22.98 0.08 0.042 0.357
O 12.552 -7.314 23.018 0.054 -0.259 0.208
O 8.904 2.093 26.34 0.522 0.185 -0.229
O 25.472 6.942 -1.517 0.074 0.192 -0.079
O 15.376 6.772 -1.177 0.549 -0.565 -0.214
O 8.069 -2.645 -0.472 0.257 -0.092 -0.336
O 32.126 -6.11 25.312 0.061 -0.477 -0.207
O 24.437 5.463 22.103 -0.148 0.068 0.072
O 31.183 4.29 -1.81 -0.141 0.224 0.218
O 17.11 1.052 -5.194 -0.293 -0.126 -0.038
O -11.387 1.267 -4.588 -0.079 -0.554 -0.086
O 14.812 -4.595 -5.461 -0.247 0.169 0.325
O 21.262 1.442 23.044 0.325 -0.42 0.191
O 22.393 4.464 -1.103 -0.358 -0.024 -0.228
O 22.957 0.313 -2.488 0.413 -0.297 0.01
O 23.087 -4.366 -6.765 0.38 -0.169 0.177
O 19.012 -2.808 -3.724 -0.044 -0.334 -0.057
O 11.622 -0.982 -1.203 -0.276 -0.045 -0.307
O -24.038 -5.218 22.916 -0.306 -0.208 0.214
O 27.233 -5.442 -0.17 -0.266 -0.216 -0.402
O -17.565 3.734 -5.743 0.23 -0.466 -0.106
O -2.384 3.126 -6.112 0.092 0.458 -0.083
O 23.124 -3.915 24.084 -0.336 -0.272 -0.178
O 7.774 -7.492 26.115 -0.306 0.242 0.005
O 10.056 -4.287 -1.131 -0.031 0.163 -0.012
O 17.366 -3.817 -5.505 0.069 0.056 -0.282
O -15.051 -1.186 23.63 -0.15 -0.25 0.239
O 8.282 -5.107 -4.727 0.098 -0.356 -0.243
O 10.759 -4.089 25.296 0.13 0 -0.585
O 11.009 0.698 -5.984 -0.072 0.099 0.739
O 12.5 3.425 -1.049 -0.164 0.008 0.096
O -13.545 5.728 21.89 -0.106 -0.013 0.397
O 19.752 0.424 -5.128 -0.165 0.054 0.502
O 26.256 -5.471 -5.39 0.589 0.301 -0.365
O -24.914 6.427 -5.234 -0.23 -0.537 0.288
O -24.485 6.635 26.022 -0.059 0.157 -0.622
O -23.141 -7.314 24.342 0.169 -0.324 0.229
O 15.393 -3.799 22.865 0.697 0.439 -0.044
O -0.409 3.511 25.356 -0.649 -0.196 0.21
O 13.538 3.232 -3.366 0.21 0.592 0.205
O -26.028 -3.672 -4.919 -0.336 -0.16 0.311
O 14.846 -1.424 24.426 0.345 -0.531 0.25
O 14.558 4.816 24.518 0.059 -0.228 0.181
O 16.082 6.163 -5.259 0.209 -0.448 -0.299
O 25.022 7.077 -4.136 0.461 0.056 0.049
O 14.204 -8.089 25.109 -0.252 -0.23 -0.238
O 18.565 5.339 -7.081 0.035 0.138 0.209
O 25.016 -6.5 -3.212 0.41 -0.413 0.336
O -0.972 -5.151 -5.544 -0.16 -0.314 0.024
O 10.438 -3.749 -5.691 -0.1 -0.266 0.002
O 31.234 5.829 22.327 -0.601 0.005 0.133
O 24.536 -1.889 -0.157 0.407 -0.107 0.258
O 25.296 1.069 25.706 -0.033 -0.698 0.523
O 14.441 1.685 -1.421 0.016 -0.134 -0.243
O 28.21 6.793 -5.925 -0.29 -0.431 -0.177
O 20.158 -6.263 24.004 0.402 0.17 0.105
O 6.121 4.43 -1.256 0.182 -0.065 -0.29
O 10.6 -5.133 -3.485 0.441 -0.166 -0.334
O 13.447 -2.745 -0.456 -0.007 -0.316 -0.562
O 12.219 -6.317 25.376 0.148 -0.22 -0.033
O 28.512 3.552 -5.668 0.255 -0.1 -0.458
O 25.15 -3.977 -3.732 0.512 0.55 -0.129
O 25.038 -5.579 25.14 0.035 -0.585 0.334
O 22.055 -0.751 -0.356 -0.256 -0.279 -0.078
O 13.599 -5.317 21.662 -0.173 0.151 -0.074
O 23.615 -6.226 22.977 0.205 -0.19 0.479
O 19.768 -4.39 22.367 0.315 0.245 0.191
O -6.97 -0.864 -3.151 -0.041 -0.53 -0.075
O 27.247 5.371 -0.497 -0.105 0.099 -0.209
O 20.61 1.066 -1.356 -0.277 0.262 -0.551
O -1.6 -6.671 -2.575 0.157 -0.087 -0.282
O 11.987 6.55 -7.055 -0.478 0.225 0.424
O -24.808 -1.706 -3.715 0.55 0.493 -0.205
O -26.044 4.59 -1.031 -0.258 0.828 0.047
O -14.959 -6.44 -1.564 -0.26 0.328 -0.408
O -17.705 0.491 25.033 -0.28 -0.165 -0.082
O 10.084 6.678 23.102 0.071 0.164 0.097
O -2.819 7.345 -2.66 -0.453 -0.358 -0.194
O 18.925 -0.702 25.243 -0.079 -0.188 -0.235
O 22.82 -1.608 -6.928 0.258 0.074 0.398
O -18.985 0.091 22.123 -0.027 0.128 0.099
O -20.611 -6.73 -1.313 0.082 -0.463 -0.223
O 26.444 -0.724 -6.237 -0.444 -0.09 0.109
O 24.914 -7.573 -6.222 -0.315 -0.046 -0.455
O -20.804 4.724 23.406 0.172 -0.165 -0.015
O 20.667 6.468 -1.369 -0.087 0.039 -0.736
O 25.829 -3.719 -1.307 0.28 -0.129 -0.457
O -29.417 -2.185 -3.276 0.059 0.457 -0.258
O -26.707 5.196 26.327 0.089 -0.243 -0.57
O -24.008 7.457 -3.157 -0.015 -0.15 -0.327
O 12.275 2.928 -5.664 -0.435 0.121 0.01
O -18.686 7.859 -0.465 0.122 -0.162 -0.364
O 19.073 2.783 -0.278 -0.247 -0.042 -0.234
O 31.829 3.121 22.497 0.424 0.039 -0.161
O -14.647 -0.698 -3.913 -0.15 0.164 0.141
O -30.106 2.634 26.098 -0.455 -0.135 -0.208
O -29.646 7.621 -6.332 -0.362 -0.013 0.144
O -25.943 -1.707 26.333 -0.077 -0.122 -0.546
O 15.111 -4.608 -1.318 0.224 0.276 -0.234
O 16.818 -6.318 -5.831 -0.397 -0.217 -0.148
O -28.571 0.589 26.206 -0.143 -0.27 -0.564
O -20.413 7.012 -6.694 0.011 -0.298 -0.483
O 31.295 -7.641 -0.976 -0.385 0.125 -0.097
O -27.591 2.752 25.021 0.186 0.35 0.244
O 6.288 -5.058 -6.445 0.036 0.602 0.207
O 18.154 7.77 -5.429 0.265 -0.173 0.237
O 10.276 5.313 25.502 -0.086 -0.609 0.025
O 10.19 -0.485 -3.297 0.175 0.12 -0.178
O 18.571 1.984 25.224 -0.202 0.198 -0.218
O -24.377 2.679 -0.249 0.044 0.111 -0.719
O -30.048 -0.009 22.147 -0.028 -0.025 0.548
O 30.107 -4.624 25.904 -0.014 0.145 -0.054
O -32.606 5.62 -3.508 0.563 0.009 -0.263
O -32.614 8.099 21.972 0.239 -0.029 0.775
O -28.907 -4.724 23.172 0.064 0.096 0.555
O -29.391 7.3 25.875 -0.249 0.083 -0.016
O 27.182 -2.7 22.007 -0.378 0.07 0.211
O -27.292 -2.823 22.294 0.143 -0.145 0.298
O -14.074 -7.791 25.804 0.319 0.171 0.366
O -32.624 0.021 -0.402 0.111 0.183 -0.159
O -30.981 2.206 -4.573 -0.662 0.555 0.062
O 26.311 0.98 -1.412 -0.069 0.178 -0.152
O 27.512 -4.664 25.92 0.328 -0.037 -0.384
O 6.06 4.085 -4.713 -0.298 -0.185 0.253
O -28.832 3.331 -5.653 -0.062 0.497 -0.32
O 28.874 -6.917 -1.487 0.141 -0.291 -0.172
O -32.124 0.06 -5.837 -0.544 0.338 -0.041
O -27.413 7.717 22.036 -0.094 0.066 0.163
O -28.678 6.065 -1.499 0.362 -0.013 -0.075
O -26.884 7.643 25.28 0.064 -0.104 -0.603
O 25.681 7.371 23.266 0.124 0.415 0.145
O -24.931 -7.832 -6.9 -0.111 0.108 -0.392
O 29.063 -1.2 22.96 0.214 0.259 0.093
O -30.726 -4.73 -4.935 -0.004 -0.095 -0.122
O -22.641 0.888 -1.065 -0.152 -0.116 -0.195
O -10.788 -3.833 -3.388 0.125 0.025 0.175
O -31.946 -2.782 -3.539 -0.579 -0.057 0.246
O -1.894 4.868 -2.069 0.452 -0.022 0.326
O -15.945 -0.105 -6.23 -0.153 -0.367 0.182
O -21.874 -1.999 25.411 0.115 0.529 0.054
O -31.726 4.793 23.124 0.051 -0.129 0.519
O -31.653 -6.408 -1.135 0.171 0.569 -0.22
O -28.85 -3.664 -1.114 -0.53 0.364 -0.107
O 27.274 2.826 21.938 -0.158 -0.04 -0.025
O 28.397 -7.423 22.892 -0.567 -0.046 0.071
O 7.519 -5.663 22.144 0.072 0.365 -0.223
O -24.339 0.966 -4.693 -0.381 -0.226 0.537
O 32.493 6.398 -1.018 0.701 0.196 -0.12
O -9.965 -1.556 -1.412 -0.017 -0.329 -0.364
O -30.865 -6.308 22.54 -0.181 0.356 0.132
O -26.699 3.935 22.828 -0.019 0.198 0.4
O -19.882 3.769 -1.262 0.255 0.185 -0.356
O -18.407 -6.529 -3.26 0.349 -0.334 0.345
O 0.831 3.641 23.045 -0.196 0.274 0.149
O 28.737 -2.528 25.191 -0.28 -0.01 -0.256
O -28.476 1.906 22.859 -0.274 0.393 0.085
O -18.095 6.501 23.152 -0.141 -0.341 0.031
O -22.579 4.899 25.507 -0.286 -0.371 0.042
O -25.769 -0.653 -6.104 0.115 -0.225 0.487
O -19.896 -4.49 -2.542 -0.042 0.575 0.074
O -18.446 7.712 -5.039 0.244 -0.269 0.463
O 30.666 7.001 -4.719 0.275 0.588 -0.316
O 14.412 -5.813 24.061 0.638 -0.349 -0.407
O 27.391 -5.599 -3.11 0.101 0.43 0.484
O -24.132 3.684 -5.748 -0.269 0.201 -0.039
O -14.822 4.369 23.523 -0.502 -0.263 0.186
O 23.414 4.239 -5.126 -0.035 -0.052 0.011
O -17.302 1.957 22.888 0.261 0.196 0.058
O -9.73 3.026 -3.576 0.35 0.311 -0.171
O -14.096 -7.328 -3.997 -0.008 -0.199 -0.24
O 20.71 3.478 24.497 0.098 0.489 0.034
O 28.791 0.466 -6.18 0.444 -0.117 0.42
O 4.719 6.033 -5.802 -0.189 -0.406 0.138
O -27.175 4.963 -3.345 0.32 0.401 -0.65
O -28.383 -4.377 -6.021 -0.169 0.26 -0.525
O -29.576 5.778 22.086 -0.077 -0.207 0.442
O -7.982 5.57 -6.294 0.257 -0.007 0.36
O -30.889 5.097 26.019 0.067 0.071 -0.614
O 28.91 4.459 23.047 -0.064 0.169 0.003
O -20.02 -3.723 24.64 -0.209 -0.435 0.048
O -3.917 -0.995 -5.991 -0.203 -0.327 0.126
O -25.941 1.541 23.274 -0.056 -0.015 -0.042
O 21.867 -6.665 -7.201 0.14 -0.202 0.732
O -22.127 -4.543 -1.127 -0.194 -0.256 -0.047
O 30.027 1.377 23.1 -0.353 -0.044 0.007
O 29.666 2.889 -3.435 0.143 -0.513 -0.447
O 0.332 -3.26 25.215 0.095 -0.163 0.445
O -14.72 -6.966 23.356 0.325 0.09 0.367
O 2.563 8.14 -0.37 -0.015 -0.342 -0.489
O 9.103 -1.098 -5.586 -0.451 -0.129 -0.237
O 27.243 -8.087 25.133 -0.157 0.524 0.722
O -18.148 -2.078 25.32 0.019 0.184 0.15
O 29.938 -0.202 25.199 0.381 0.06 0.313
O -9.591 -6.461 -6.752 0.414 -0.118 0.121
O 23.466 -2.83 -2.214 -0.601 0.077 0.087
O 29.266 6.773 24.258 0.39 0.171 -0.369
O 1.911 1.089 -5.79 0.068 -0.017 0.211
O 23.061 2.25 24.95 0.202 0.002 0.283
O -30.542 -5.706 25.022 0.358 -0.226 0.408
O -25.556 -0.853 -1.291 -0.302 0.329 -0.217
O 29.717 -7.136 25.136 0.069 -0.053 0.124
O 27.464 -7.166 -6.862 0.257 0.263 -0.183
O 23.302 6.718 -6.088 0.062 0.134 -0.134
O -20.268 1.306 -2.119 0.155 -0.097 -0.495
O -18.817 2.94 24.865 -0.507 0.119 0.053
O 8.261 3.725 -5.962 0.357 -0.067 0.333
O -24.675 4.135 -3.213 0.165 0.075 0.207
O 30.006 -5.462 22.103 -0.048 -0.01 0.382
O -20.849 -7.356 23.097 -0.016 -0.153 0.456
O -9.04 -2.031 -4.243 -0.431 0.156 -0.016
O 25.646 1.3 23.148 -0.587 -0.149 -0.013
O 3.214 1.061 25.656 0.096 0.13 0.292
O -28.047 0.803 -1.168 0.23 -0.651 -0.064
O 8.917 8.132 -6.238 0.479 -0.543 0.02
O 31.056 4.761 24.525 0.392 -0.381 0.424
O -31.72 -1.797 23.149 0.086 0.112 0.466
O -19.649 -6.352 -5.594 -0.41 0.262 0.199
O 22.985 -7.603 -4.333 -0.627 -0.107 -0.184
O -13.212 -1.206 25.584 -0.013 -0.292 -0.204
O 32.158 -6.554 -3.294 0.311 -0.225 -0.217
O 27.328 0.214 -3.857 0.411 0.157 0.059
O -27.104 -5.587 -0.462 0.362 0.129 -0.459
O -5.4 -6.262 -5.995 -0.364 0.175 0.12
O 29.893 -2.809 -0.627 -0.174 0.105 -0.591
O -31.501 4.224 -1.454 0.28 -0.141 -0.508
O -8.045 2.592 -0.408 -0.053 -0.073 -0.042
O 19.807 -3.105 -6.276 0.327 -0.376 0.434
O -12.055 7.453 -3.71 -0.282 0.041 -0.006
O 13.227 -3.364 24.281 -0.421 -0.212 0.052
O -29.885 8.12 -0.43 -0.078 -0.044 -0.586
O -26.252 -5.648 -6.589 -0.295 -0.302 -0.38
O 11.931 -6.172 -1.332 0.415 0.112 -0.351
O -9.841 3.795 23.144 0.314 -0.21 0.182
O -11.371 6.747 -1.307 0.622 -0.183 -0.007
O 27.833 1.142 24.633 -0.123 -0.433 -0.114
O -10.672 2.878 25.464 -0.471 -0.406 0.209
O -29.76 2.658 -0.396 0.041 0.136 -0.201
O 8.309 -3.012 25.926 0.078 0.447 -0.012
O -28.868 6.991 -3.919 0.026 0.405 0.21
O -22.144 0.055 -3.441 -0.284 -0.358 -0.28
O -7.033 -4.521 25.778 0.104 -0.418 0.387
O -13.219 1.951 -0.937 -0.265 -0.04 -0.03
O 3.472 -0.701 -2.035 0.081 0.046 0.022
O -31.017 -1.77 -1.301 0.272 -0.454 -0.156
O -32.469 6.077 -6.045 0.721 -0.289 0.163
O -12.103 -6.966 24.234 -0.408 -0.316 -0.032
O -23.312 7.643 -0.76 -0.14 0.068 0.072
O -28.781 1.921 -3.406 -0.27 -0.285 -0.026
O 16.585 0.423 24.873 -0.412 0.367 0.265
O -3.956 3.191 25.88 0.449 -0.17 0.25
O 14.965 0.575 22.806 -0.603 -0.166 0.511
O 4.389 4.07 25.122 -0.335 0.201 -0.363
O 15.317 -4.144 25.648 0.161 0.155 -0.144
O -4.508 -0.079 -3.415 0.445 -0.181 -0.001
O -13.415 0.155 22.288 0.33 -0.14 0.083
O -11.644 1.869 23.199 0.309 -0.134 0.487
O -18.145 5.914 -7.052 -0.015 0.428 -0.719
O -16.432 8.131 21.965 -0.109 0.018 0.248
O -12.306 -4.571 23.231 -0.143 0.03 0.036
O -17.92 -4.603 26.07 0.09 0.065 0.486
O -20.553 -1.485 23.278 0.29 0.447 0.546
O -10.859 -2.73 22.201 0.137 -0.059 0.143
O -24.644 5.425 22.105 0.204 0.03 0.384
O -16.295 0.108 -0.482 0.087 0.277 -0.154
O 26.365 5.731 25.209 -0.144 -0.149 -0.144
O 16.42 4.231 26.127 0.187 -0.2 -0.088
O -8.775 -7.145 -0.743 0.59 -0.07 0.033
O -21.705 5.471 -0.412 -0.233 0.051 -0.375
O 30.053 2.327 25.592 -0.219 0.351 0.107
O -17.634 -3.88 23.484 0.422 -0.196 0.231
O -13.577 2.519 -3.508 -0.264 -0.066 -0.32
O -9.796 -7.307 23.009 -0.015 0.058 0.47
O -13.394 -8.129 -0.48 0.071 0.16 -0.024
O -13.754 7.272 -5.835 -0.024 -0.398 -0.136
O 4.24 -7.006 24.35 0.237 0.245 0.209
O -11.885 -7.252 -5.679 0.098 0.808 -0.181
O 19.372 -6.657 -6.77 0.221 0.657 -0.056
O 28.63 4.621 25.656 0.417 -0.294 0.383
O -8.165 2.281 25.382 0.255 0.287 -0.326
O -17.904 2.007 -1.376 0.338 0.258 -0.43
O -14.491 -1.521 -1.41 -0.27 -0.14 0.019
O 21.165 5.175 -6.019 -0.229 -0.292 0.499
O -28.965 -6.756 -4.795 -0.185 -0.091 0.318
O -3.957 3.529 -1.313 -0.441 -0.321 -0.287
O -8.919 -2.777 25.375 -0.298 -0.318 -0.418
O -12.839 -5.423 -2.845 0.348 -0.357 -0.083
O -12.225 -3.538 -1.151 -0.309 0.326 -0.028
O -21.933 2.664 22.327 0.121 0.006 0.395
O -24.793 -5.714 25.46 -0.556 0.155 0.146
O 26.592 1.798 -5.935 -0.605 -0.051 -0.458
O -21.925 1.019 -5.857 -0.041 -0.824 -0.359
O -20.912 -1.1 -1.33 -0.211 -0.308 -0.391
O -24.15 -2.837 -0.415 -0.163 -0.059 -0.277
O -15.856 -1.1 26.098 0.112 -0.131 0.495
O -16.267 -6.388 25.317 -0.217 0.261 -0.302
O -16.317 2.766 25.073 0.104 0.734 -0.18
O -14.495 0.95 25.267 0.477 -0.013 -0.303
O -15.728 5.694 -6.216 0.037 -0.262 0.293
O -23.959 -4.145 -3.396 -0.081 0.236 0.582
O -22.598 7.632 -5.438 0.143 0.566 0.322
O -26.965 -2.596 -2.578 0.316 -0.319 -0.056
O 12.819 -3.27 -6.771 0.388 0.51 -0.113
O -12.262 4.317 23.982 0.283 0.353 -0.449
O -13.318 -2.91 -3.382 -0.036 -0.138 -0.206
O -19.01 -2.716 -0.413 0.016 0.057 -0.225
O -16.104 7.391 24.653 0.406 -0.339 0.044
O 20.409 7.279 -7.015 -0.168 0.056 0.518
O -23.529 0.678 23.023 0.598 -0.31 0.298
O -15.313 -5.079 -3.761 0.053 0.38 0.249
O -12.287 -0.696 -2.61 0.198 0.134 -0.355
O -29.545 0.118 -5.479 0.189 -0.003 0.108
O 20.111 7.358 23.382 -0.519 -0.583 0.395
O 2.625 5.291 22.126 0.051 -0.042 0.202
O -20.13 2.943 -5.987 0.06 0.18 0.123
O 15.035 -7.088 -2.266 -0.652 0.057 0.162
O -17.545 5.303 25.42 0.335 -0.14 0.326
O 25.978 4.117 -5.152 0.178 0.535 0.139
O -12.387 3.334 -5.761 -0.383 0.607 0.029
O -0.577 6.498 -3.689 -0.237 -0.02 -0.476
O 23.369 -1.409 23.091 0.377 0.547 0.541
O -8.213 -4.451 -3.541 0.075 -0.251 -0.07
O -9.709 -4.045 -5.75 -0.035 0.021 -0.196
O -15.927 -4.089 -6.132 -0.074 0.241 -0.122
O -17.694 -4.174 -4.087 -0.089 0.838 -0.447
O 25.45 -4.358 22.915 0.346 0.152 0.416
O -21.435 -4.594 -6.376 0.18 0.331 0.628
O 22.467 0.829 -4.947 0.081 -0.475 -0.16
O -13.525 -1.449 -6.122 0.194 -0.519 0.278
O -22.714 7.1 22.691 -0.009 -0.164 0.071
O 16.344 6.663 25.024 0.503 0.377 -0.316
O -31.154 -0.205 -3.412 -0.141 0.416 0.15
O -32.107 -3.642 25.014 0.132 0.289 0.206
O 2.998 -2.568 25.013 0.138 -0.355 -0.34
O 29.807 -5.76 -3.8 -0.262 0.423 -0.495
O -8.805 4.683 26.042 -0.165 0.208 -0.647
O 4.82 1.244 -0.993 0.236 0.337 -0.255
O -24.245 -6.309 -4.851 -0.341 -0.546 0.151
O 3.597 -4.03 -4.514 0.27 0.05 -0.208
O 28.834 5.444 -3.816 -0.53 0.073 0.416
O 18.215 5.5 -3.913 0.263 -0.147 -0.198
O 22.77 -5.132 -3.408 -0.585 0.043 -0.13
O 21.185 -2.009 24.474 -0.147 0.104 -0.37
O 31.18 -2.179 24.21 0.112 -0.062 0.613
O 14.248 6.531 22.641 -0.303 0.054 0.32
O -26.465 2.47 -2.491 0.144 -0.236 -0.162
O -23.574 -3.093 -5.758 0.249 0.677 -0.34
O -17.531 -4.629 -1.461 0.589 -0.092 -0.184
O 7.545 -0.759 -3.653 -0.029 -0.141 0.669
O -22.211 -3.443 23.159 -0.082 -0.037 0.115
O -10.393 5.527 -3.468 0.287 -0.125 -0.273
O 2.037 2.764 -3.705 0.528 -0.023 -0.416
O -19.117 -5.595 22.254 0.137 0.134 0.566
O 16.715 3.272 -3.749 -0.304 0.011 0.372
O 21.165 4.941 -3.424 -0.135 0.458 -0.518
O 31.072 -6.796 -5.817 0.162 -0.109 0.208
O 16.192 2.715 22.073 -0.178 0.127 0.411
O -11.464 0.069 -0.214 0.112 -0.342 0.567
O -29.691 4.461 -3.494 -0.48 -0.018 0.108
O 13.766 5.017 -5.249 -0.383 0.085 -0.024
O -9.539 4.43 -1.309 0.273 0.257 -0.075
O 24.761 7.553 25.891 -0.596 0.189 -0.103
O -7.941 -0.308 25.367 0.074 -0.301 0.275
O -28.49 -4.638 -3.451 -0.065 -0.361 0.238
O -21.273 6.998 24.781 0.442 0.402 0.502
O 8.053 6.327 26.196 -0.286 -0.208 -0.32
O -10.751 -5.47 -0.255 -0.293 -0.05 -0.744
O -20.04 4.921 25.947 -0.181 0.007 0.421
O -1.409 -5.349 25.181 -0.59 -0.085 -0.456
O 25.711 -1.335 -2.492 -0.039 -0.202 -0.687
O -9.207 -1.123 23.295 0.491 0.581 0.177
O -21.925 -5.815 -3.465 0.591 -0.161 -0.277
O -31.747 -2.575 -6.117 0.214 -0.187 -0.325
O -13.919 3.429 25.828 0.575 -0.06 0.314
O -14.568 4.093 -1.546 -0.273 0.089 -0.645
O -16.503 5.722 -0.514 0.026 0.043 -0.342
O -22.713 5.341 -4.246 0.612 0.013 0.012
O 10.883 2.59 22.156 0.183 -0.04 0.613
O -0.089 6.104 25.524 0.445 0.562 0.282
O 6.726 -7.231 -5.119 -0.361 -0.272 -0.116
O -19.482 5.277 -4.898 -0.113 0.175 0.441
O -6.987 8.031 -6.219 0.285 -0.052 0.324
O 28.514 -8.089 -3.745 -0.027 -0.295 0.223
O 14.274 6.973 -3.493 -0.556 -0.135 0.287
O 1.148 -1.847 23.23 -0.312 -0.09 -0.199
O -8.8 0.612 -4.459 0.434 0.137 -0.59
O -6.056 -6.187 24.079 -0.431 -0.072 -0.368
O -2.312 -2.842 25.086 0.055 0.527 0.12
O -25.661 -7.102 23.308 -0.41 0.004 0.36
O 4.367 6.396 -1.063 -0.048 0.229 -0.213
O 1.472 -6.286 -5.513 -0.249 -0.207 -0.388
O 18.209 -1.567 -1.493 0.012 0.011 -0.313
O -32.643 2.875 25.851 -0.008 -0.078 -0.818
O 28.898 3.361 -1.026 -0.274 -0.669 -0.17
O -26.882 -0.01 -3.349 -0.323 0.143 -0.657
O -9.496 7.874 -2.845 -0.065 0.111 -0.449
O 25.105 -2.857 -6.488 0.182 -0.554 0.098
O 28.139 -0.938 -1.517 0.079 0.019 -0.195
O 0.489 6.256 -6.001 -0.626 -0.112 0.125
O 9.921 -1.778 24.276 0.447 -0.093 -0.326
O -13.772 1.112 -5.652 -0.243 0.213 -0.748
O -24.807 0.395 25.313 0.022 0.278 0.305
O -25.546 -1.046 23.19 0.215 -0.142 0.531
O -10.26 7.625 25.162 0.497 -0.386 -0.128
O 7.317 1.748 -4.497 0.546 0.154 0.456
O 7.079 -7.577 -1.323 -0.524 -0.175 -0.002
O 24.441 2.254 -3.789 0.438 -0.345 -0.026
O -9.882 3.696 -6.505 -0.118 -0.017 0.297
O 31.949 -4.491 -4.952 -0.178 0.051 -0.103
O 22.689 3.674 22.843 -0.349 -0.148 0.147
O 3.459 -6.523 -3.762 0.092 -0.329 0.342
O 18.446 -7.76 25.057 -0.543 -0.276 -0.151
O 23.051 6.548 -2.497 -0.186 0.356 -0.234
O 14.874 2.546 -5.472 -0.153 -0.266 -0.558
O 8.344 -0.132 25.313 -0.461 -0.119 0.243
O -2.675 0.001 22.367 -0.211 -0.192 0.383
O 21.92 2.571 -3.098 0.146 0.113 0.773
O -26.717 1.792 -5.824 -0.127 0.146 0.406
O -27.109 7.868 -5.632 0.136 0.198 0.197
O -13.662 5.982 25.44 -0.257 0.196 -0.118
O 0.972 1.452 24.473 0.203 -0.115 -0.283
O 24.869 4.73 -2.92 0.063 -0.229 0.536
O 23.497 -1.948 25.681 0.015 0.626 0.099
O 10.992 -2.763 21.841 0.005 -0.032 0.155
O -17.01 -6.361 -5.404 0.502 -0.493 -0.433
O 16.826 7.604 -3.199 0.348 0.42 0.367

Results
total energy: -406618.597 eV
total energy less fixed offsets of O -438.25, Si -107.07 eV per atom: -5.797 eV
